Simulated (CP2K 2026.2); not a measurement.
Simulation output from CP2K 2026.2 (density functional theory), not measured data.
Periodic cell of 2016 atoms, Si1440O576, from a study of silicon, its oxide and their interface. The atomic structure is a simulated model.
Doubt: the forces sum to 6.61 eV/angstrom along one axis rather than to zero, so they err by at least 0.0033 eV/angstrom per atom on average; the grid cutoff is modest.

Settings: functional PBE; method Gaussian and plane waves; basis set DZVP-MOLOPT-SR-GTH; pseudopotentials GTH-PBE; grid cutoff 300 Ry, relative cutoff 40 Ry; k points Gamma only; occupations fixed; spin none; net charge 0.

Cell vectors (angstrom)
a	65.28	0	0
b	0	16.32	0
c	1.3816	1.7532	33.6488

Atoms and the computed forces on them: element, x, y, z (angstrom), force x, y, z (eV/angstrom)
Si	1.69	-1.72	0.1	-0.223	0.115	0.739
Si	3.706	1.541	0.067	0.334	-0.155	0.697
Si	1.524	3.807	0.418	-0.048	0.129	0.69
Si	4.352	6.459	0.229	-0.022	0.111	0.736
Si	1.218	-6.667	-0.254	0.15	-0.151	0.691
Si	3.962	-3.861	0.147	0.062	-0.146	0.711
Si	6.902	-1.533	0.351	-0.022	0.231	0.742
Si	9.882	1.338	0.08	-0.25	-0.03	0.661
Si	6.541	4.252	0.11	0.162	-0.151	0.799
Si	9.282	7.012	0.161	0.407	-0.304	0.663
Si	7.042	9.292	0.179	-0.313	0.269	0.737
Si	9.212	-3.641	-0.061	0.341	-0.326	0.696
Si	12.108	-0.841	0.031	0.015	-0.311	0.677
Si	14.85	1.572	0.16	0.167	-0.158	0.677
Si	12.692	3.82	0.252	-0.158	0.114	0.703
Si	14.665	6.967	0.053	0.44	-0.188	0.621
Si	12.59	-6.92	-0.12	-0.387	0.234	0.594
Si	15.224	-4.149	0.166	-0.206	0.032	0.673
Si	17.964	-1.694	0.168	-0.011	0.181	0.728
Si	20.182	1.459	0.054	0.21	-0.083	0.694
Si	17.948	3.689	-0.089	-0.146	0.289	0.684
Si	20.718	6.518	-0.022	-0.265	0.17	0.733
Si	17.489	-6.299	-0.226	0.216	-0.409	0.716
Si	20.215	-3.827	0.137	0.119	-0.058	0.692
Si	23.466	-1.535	-0.029	-0.206	0.067	0.727
Si	26.036	1.086	-0.046	-0.202	0.426	0.67
Si	22.918	4.251	-0.009	0.19	-0.249	0.734
Si	25.536	6.943	-0.004	0.235	-0.043	0.658
Si	23.353	-7.098	-0.047	-0.091	0.23	0.733
Si	25.669	-3.78	0.015	0.012	-0.101	0.671
Si	28.353	-1.081	0.112	0.26	-0.225	0.762
Si	31.239	1.658	0.23	0.034	-0.317	0.674
Si	29.026	3.857	0.1	-0.27	0.1	0.737
Si	31.283	6.96	0.078	0.186	-0.212	0.683
Si	29.026	-7.148	0.069	-0.26	0.111	0.777
Si	31.459	-4.373	-0.119	-0.098	0.241	0.691
Si	34.242	-1.464	0.264	-0.328	0.084	0.703
Si	36.373	1.64	0.226	0.089	-0.06	0.736
Si	34.088	3.774	0.136	-0.011	0.304	0.667
Si	36.832	6.605	0.158	-0.088	0.161	0.714
Si	33.813	-6.474	0.035	0.118	-0.159	0.765
Si	36.369	-3.772	0.264	0.24	-0.124	0.775
Si	39.609	-1.586	0.155	-0.156	0.186	0.727
Si	42.391	1.067	0.149	-0.044	0.154	0.751
Si	39.033	4.397	0.178	0.096	-0.135	0.739
Si	-23.623	7.071	0.047	0.283	-0.214	0.753
Si	39.618	-6.887	0.242	-0.176	0.021	0.689
Si	-23.443	-3.838	-0.011	0.33	-0.199	0.672
Si	-20.559	-1.041	0.011	0.04	-0.242	0.616
Si	-17.448	1.093	-0.025	-0.276	0.338	0.748
Si	-20.431	4.25	0.093	-0.18	-0.027	0.664
Si	-18.111	7.028	0.179	0.141	0.054	0.708
Si	-20.402	-7.199	-0.166	-0.099	0.268	0.653
Si	-17.606	-4.357	-0.18	-0.132	0.155	0.706
Si	-15.207	-1.145	-0.006	0.235	-0.301	0.736
Si	-12.559	1.639	0.066	0.067	-0.172	0.754
Si	-14.769	3.84	0.02	-0.139	0.13	0.709
Si	-11.91	6.514	0.105	-0.098	-0.05	0.673
Si	-15.381	-6.577	-0.021	0.162	0.077	0.675
Si	-12.076	-4.073	-0.167	-0.177	0.044	0.726
Si	-9.313	-1.439	-0.005	-0.195	0.132	0.647
Si	-6.429	1.196	0.22	-0.15	-0.032	0.643
Si	-9.875	4.168	0.021	0.207	0.025	0.642
Si	-6.907	6.8	-0.08	0.138	-0.231	0.623
Si	-9.186	-7.333	-0.017	-0.109	0.282	0.708
Si	-7.111	-3.708	0.178	0.02	-0.164	0.697
Si	-4.452	-1.166	0.113	0.212	-0.009	0.67
Si	-1.434	1.504	0.58	-0.068	-0.101	0.584
Si	-3.636	3.629	0.399	-0.068	0.182	0.758
Si	-1.644	6.99	0.023	0.194	-0.126	0.739
Si	-3.865	-7.047	-0.182	-0.278	0.184	0.655
Si	-1.112	-4.503	-0.163	-0.028	0.198	0.708
Si	2.715	-0.08	1.432	-0.012	-0.005	-0.031
Si	5.382	2.654	1.36	-0.023	0.011	-0.065
Si	2.783	5.375	1.563	0.008	0.004	-0.049
Si	5.467	8.113	1.454	0.018	-0.024	-0.066
Si	2.722	-5.523	1.244	-0.032	-0.012	-0.048
Si	5.433	-2.773	1.621	-0.017	0.018	-0.057
Si	8.232	0.116	1.34	0.054	0.029	-0.055
Si	11.035	2.742	1.508	0.031	0.003	-0.045
Si	8.183	5.363	1.401	-0.028	-0.002	-0.061
Si	10.993	-8.117	1.241	0.004	0.002	-0.037
Si	8.232	-5.355	1.299	-0.005	0.003	-0.044
Si	10.923	-2.577	1.198	0.048	0.007	-0.067
Si	13.663	0.075	1.492	0.005	0.019	-0.049
Si	16.43	2.713	1.417	0.003	0.012	-0.061
Si	13.723	5.442	1.571	0.02	0.01	-0.025
Si	16.465	-8.14	1.03	-0.016	0.037	-0.065
Si	13.617	-5.376	1.319	0.017	-0.004	-0.05
Si	16.429	-2.751	1.552	0.023	-0.011	-0.045
Si	19.061	-0.045	1.423	0.002	-0.011	-0.021
Si	21.786	2.657	1.297	-0.012	-0.005	-0.059
Si	19.064	5.371	1.191	0.01	-0.024	-0.075
Si	21.797	-8.202	1.321	0.026	0.004	-0.066
Si	19.026	-5.409	1.359	-0.028	0.005	-0.043
Si	21.853	-2.66	1.307	0.017	0.018	-0.012
Si	24.542	-0.012	1.384	-0.004	-0.013	-0.072
Si	27.22	2.764	1.198	0.008	-0.027	-0.065
Si	24.45	5.405	1.365	-0.016	-0.01	-0.059
Si	27.243	-8.22	1.211	-0.008	-0.006	-0.043
Si	24.507	-5.447	1.225	0.011	-0.014	-0.031
Si	27.229	-2.693	1.39	-0.025	-0.006	-0.072
Si	29.976	0.033	1.378	0.007	0.003	-0.047
Si	32.668	2.754	1.659	0.018	-0.007	-0.038
Si	30.076	5.441	1.435	0.019	0.039	-0.056
Si	32.732	-8.093	1.386	-0.01	0.024	-0.047
Si	30.002	-5.475	1.377	0	-0.001	-0.078
Si	32.542	-2.722	1.277	-0.021	-0.027	-0.059
Si	35.346	0.063	1.604	0	0.002	-0.051
Si	37.971	2.778	1.483	0.001	0.009	-0.071
Si	35.266	5.414	1.403	0.012	-0.023	-0.028
Si	37.99	-8.098	1.429	0.007	-0.029	-0.054
Si	35.262	-5.375	1.508	-0.012	-0.017	-0.073
Si	38.047	-2.697	1.484	-0.004	0.012	-0.044
Si	40.772	-0.013	1.439	0.008	0.023	-0.052
Si	-21.842	2.816	1.342	0.019	-0.029	-0.054
Si	-24.641	5.502	1.448	-0.005	-0.006	-0.063
Si	-21.899	-8.225	1.316	-0.031	0.001	-0.037
Si	-24.445	-5.377	1.487	-0.005	0.02	-0.064
Si	-21.776	-2.695	1.223	0.004	0.031	-0.06
Si	-19.056	0.085	1.364	0.024	0.013	-0.01
Si	-16.372	2.721	1.312	-0.008	0.01	-0.035
Si	-19.155	5.495	1.567	0	0.036	-0.033
Si	-16.486	-8.093	1.372	0.002	-0.012	-0.021
Si	-19.203	-5.518	1.129	0.005	-0.017	-0.066
Si	-16.396	-2.794	1.18	-0.005	0.006	-0.029
Si	-13.678	0.022	1.346	-0.002	0.002	-0.052
Si	-11.023	2.747	1.444	-0.021	-0.027	-0.047
Si	-13.622	5.435	1.307	0.012	0.002	-0.026
Si	-10.749	-8.302	1.428	0.004	0.01	-0.012
Si	-13.568	-5.477	1.111	-0.036	0.014	-0.035
Si	-10.943	-2.604	1.276	0.029	-0.015	-0.042
Si	-8.15	0.068	1.366	0.021	0.001	-0.043
Si	-5.277	2.583	1.657	-0.013	-0.013	-0.055
Si	-8.143	5.28	1.246	-0.019	-0.008	-0.056
Si	-5.426	8.114	1.201	0.026	-0.012	-0.041
Si	-8.222	-5.504	1.226	-0.034	0.001	-0.029
Si	-5.541	-2.655	1.522	0.001	-0.001	-0.039
Si	-2.793	-0.128	1.488	-0.039	-0.066	-0.025
Si	0.04	2.727	1.825	0.021	-0.004	-0.006
Si	-2.654	5.431	1.477	0.02	0.004	-0.063
Si	0.052	8.13	1.194	-0.012	0.039	-0.045
Si	-2.722	-5.516	1.222	-0.005	-0.017	-0.054
Si	0.013	-2.905	1.243	-0.033	0.012	-0.039
Si	1.417	1.227	2.915	0.033	-0.019	0.048
Si	4.121	3.978	2.857	0.037	-0.012	0.059
Si	1.36	6.824	2.708	-0.032	0.009	0.005
Si	4.065	9.491	2.699	-0.002	0.022	0.006
Si	1.375	-4.182	2.679	0.007	-0.031	0.029
Si	4.084	-1.351	2.853	-0.005	0.022	0.052
Si	6.823	1.378	2.718	-0.014	-0.003	0.008
Si	9.575	4.069	2.765	-0.008	0.008	0.017
Si	6.858	6.753	2.791	0.006	-0.012	0.031
Si	9.621	-6.754	2.634	-0.014	-0.027	0.009
Si	6.868	-4.151	2.806	0.032	-0.015	0.017
Si	9.585	-1.303	2.692	0.008	0.013	0.014
Si	12.347	1.392	2.892	-0.009	-0.003	0.047
Si	15.139	4.099	2.825	0.003	-0.034	0.027
Si	12.249	6.822	2.736	-0.027	0.024	0.004
Si	15.049	-6.832	2.563	0.026	-0.007	0.02
Si	12.234	-4	2.616	-0.021	0.012	0.004
Si	15.007	-1.358	2.774	-0.009	0.01	0.016
Si	17.709	1.304	2.783	-0.003	0.007	0.017
Si	20.414	4.044	2.651	0.011	0	0.025
Si	17.751	6.815	2.528	-0.026	0.012	-0.008
Si	20.424	-6.815	2.638	0.017	0.028	0.011
Si	17.754	-4.13	2.862	0.01	-0.016	0.033
Si	20.512	-1.344	2.736	-0.007	-0.012	0.02
Si	23.161	1.355	2.692	-0.026	-0.006	-0.001
Si	25.892	4.073	2.65	0.019	0.002	-0.011
Si	23.122	6.777	2.739	-0.014	-0.02	0.032
Si	25.911	-6.8	2.597	-0.007	0.002	0.009
Si	23.155	-4.109	2.646	0.003	0.003	0.02
Si	25.895	-1.342	2.779	0.017	0.006	0.027
Si	28.558	1.417	2.683	-0.016	0.019	0.015
Si	31.327	4.155	2.917	-0.031	-0.003	0.041
Si	28.572	6.78	2.677	0.003	-0.01	0.021
Si	31.337	-6.791	2.784	0.005	0.001	0.04
Si	28.592	-4.102	2.688	-0.001	-0.005	-0.006
Si	31.256	-1.38	2.725	0.032	0.011	0.011
Si	33.97	1.348	2.962	0.003	-0.01	0.035
Si	36.617	4.111	2.851	0.008	0.013	0.037
Si	34.007	6.836	2.773	-0.006	-0.004	0.007
Si	36.653	-6.756	2.796	0.013	0.014	0.016
Si	33.882	-4.003	2.791	-0.015	0.017	0.046
Si	36.741	-1.313	2.869	-0.001	-0.014	0.037
Si	39.394	1.389	2.749	-0.008	-0.008	-0.002
Si	-23.233	4.111	2.731	0.019	0.025	0.011
Si	-25.946	6.872	2.833	-0.027	-0.004	0.041
Si	-23.101	-6.783	2.763	0.003	-0.034	0.011
Si	-25.879	-4.069	2.817	0.006	-0.012	0.023
Si	-23.119	-1.393	2.73	0.019	0.006	0.025
Si	-20.421	1.469	2.704	-0.023	-0.003	0.027
Si	-17.696	4.086	2.72	0.005	-0.018	0.006
Si	-20.588	6.818	2.811	-0.004	0.027	0.039
Si	-17.859	-6.757	2.685	-0.026	0.035	0.032
Si	-20.451	-4.098	2.572	0.028	0.006	0.002
Si	-17.719	-1.404	2.624	0.013	-0.002	0.013
Si	-15.037	1.37	2.723	0.012	0.012	0.024
Si	-12.335	4.118	2.791	-0.006	0.018	0.035
Si	-15.024	6.831	2.61	0.008	-0.023	0.003
Si	-12.253	-6.847	2.568	0.013	0.029	-0.005
Si	-14.949	-4.102	2.545	0.013	0.002	-0.009
Si	-12.282	-1.306	2.681	-0.025	-0.018	0.007
Si	-9.564	1.39	2.697	0.007	-0.008	0.012
Si	-6.794	4.017	2.718	0.007	0.034	0.021
Si	-9.404	6.667	2.75	0.006	-0.052	0.023
Si	-6.782	-6.812	2.591	0.017	-0.029	0.006
Si	-9.611	-4.114	2.591	0.005	0.043	0.026
Si	-6.886	-1.298	2.844	-0.027	0.014	0.034
Si	-4.004	1.215	2.99	0.009	-0.006	0.04
Si	-1.342	4.167	2.967	-0.032	0.009	0.034
Si	-4.122	6.79	2.692	-0.003	-0.003	0.022
Si	-1.346	-6.859	2.626	0.027	0.011	0.015
Si	-4.06	-4.119	2.633	0.018	-0.01	-0.01
Si	-1.33	-1.523	2.668	0.037	0.008	0.02
Si	-0.018	-0.147	4.121	-0.03	0.002	0.008
Si	2.775	2.633	4.212	-0.003	0.005	0.005
Si	0.064	5.515	4.193	0.009	0.005	0.032
Si	2.725	8.151	4.083	-0.013	0.002	0.015
Si	-0.001	-5.511	4.045	-0.022	-0.004	-0.019
Si	2.704	-2.791	4.091	-0.016	0.006	-0.02
Si	5.506	0.002	4.129	-0.011	0.008	-0.008
Si	8.194	2.707	4.101	0.003	-0.006	-0.002
Si	5.497	5.389	4.147	-0.014	-0.002	-0.01
Si	8.257	-8.148	4.039	-0.002	0.01	-0.008
Si	5.462	-5.511	4.09	0.001	-0.007	0
Si	8.241	-2.714	4.069	0.003	0.029	-0.019
Si	10.937	-0.015	4.135	-0.01	-0.004	-0.01
Si	13.732	2.756	4.172	-0.013	0.013	0.002
Si	10.914	5.456	4.106	0.007	0.024	0.02
Si	13.691	-8.148	4.014	0.024	-0.001	-0.018
Si	10.944	-5.404	4.023	0.019	0.001	0.016
Si	13.62	-2.74	4.062	-0.013	-0.019	0.005
Si	16.355	-0.021	4.149	0.006	0.025	0.006
Si	19.098	2.699	4.076	0.005	0.016	-0.016
Si	16.472	5.513	4.073	0.027	0	0.014
Si	19.081	-8.193	3.991	-0.006	-0.012	0.002
Si	16.339	-5.525	4.08	0.008	-0.017	-0.011
Si	19.155	-2.725	4.111	-0.017	0.01	-0.003
Si	21.834	0.012	4.104	-0.005	0.003	0
Si	24.53	2.722	4.037	0.006	-0.004	0.007
Si	21.76	5.4	4.062	-0.008	-0.003	-0.008
Si	24.538	-8.149	4.012	0.008	-0.002	-0.013
Si	21.794	-5.455	4.02	-0.004	0.008	-0.006
Si	24.507	-2.751	4.057	-0.012	0.009	-0.004
Si	27.244	0.046	4.102	0.015	-0.016	-0.01
Si	29.896	2.74	4.128	-0.008	-0.019	-0.016
Si	27.223	5.429	4.056	0.011	0.001	0.003
Si	29.916	-8.162	4.076	0.007	0.003	-0.018
Si	27.219	-5.458	4.041	-0.008	-0.015	0
Si	29.905	-2.728	4.092	0.009	-0.009	0.002
Si	32.574	-0.049	4.182	-0.007	-0.012	0.011
Si	35.326	2.749	4.251	0.012	0.019	-0.008
Si	32.67	5.528	4.212	0.016	0.01	0.011
Si	35.338	-8.134	4.161	-0.007	-0.005	-0.003
Si	32.616	-5.407	4.177	0.003	-0.009	0.001
Si	35.304	-2.68	4.147	-0.002	-0.005	-0.019
Si	38.087	0.053	4.186	0.003	0	0.007
Si	-24.545	2.746	4.114	-0.017	0.014	0.011
Si	-27.279	5.481	4.18	-0.017	0.008	-0.01
Si	-24.521	-8.104	4.13	-0.003	-0.015	-0.014
Si	-27.249	-5.418	4.157	0.007	0.011	0
Si	-24.493	-2.7	4.132	0.009	0.006	-0.009
Si	-21.772	0.036	4.043	-0.015	0.019	-0.022
Si	-19.065	2.761	4.099	-0.006	-0.012	0.011
Si	-21.893	5.44	4.148	-0.007	-0.003	0.006
Si	-19.16	-8.122	4.089	0.006	-0.016	-0.005
Si	-21.752	-5.402	4.071	0.006	-0.001	0.01
Si	-19.092	-2.742	3.98	-0.009	-0.01	0.006
Si	-16.385	-0.033	4.032	-0.006	0.011	-0.013
Si	-13.68	2.723	4.1	0.002	-0.002	-0.002
Si	-16.339	5.473	4.033	0.006	-0.009	0.016
Si	-13.634	-8.155	3.969	0.016	-0.01	0.021
Si	-16.371	-5.412	3.958	0.007	-0.012	-0.036
Si	-13.649	-2.725	3.979	-0.019	-0.002	-0.001
Si	-10.911	0.016	4.054	-0.009	0.006	0.011
Si	-8.188	2.708	4.082	-0.005	-0.002	-0.002
Si	-10.886	5.427	4.097	0.015	-0.004	0.003
Si	-8.103	-8.176	4.025	-0.02	0.007	-0.018
Si	-10.947	-5.456	3.976	0.007	-0.008	0.002
Si	-8.254	-2.772	4.038	-0.009	-0.001	-0.013
Si	-5.484	-0.049	4.245	0.003	-0.014	0.019
Si	-2.687	2.703	4.229	-0.008	-0.01	-0.014
Si	-5.47	5.431	4.066	0.007	0.002	-0.007
Si	-2.717	8.135	4.031	0.033	-0.008	-0.014
Si	-5.434	-5.475	3.992	-0.012	-0.01	0.002
Si	-2.709	-2.812	4.057	0.001	0.015	0.004
Si	1.368	-1.411	16.263	-0.004	0.02	-0.003
Si	4.087	1.273	16.22	0	0.007	-0.014
Si	1.413	4.078	16.171	0.018	0.01	-0.014
Si	4.123	6.766	16.253	-0.003	0.017	-0.005
Si	1.402	-6.758	16.249	0.01	0.011	0.002
Si	4.082	-4.161	16.305	-0.015	-0.016	-0.003
Si	6.82	-1.466	16.283	-0.001	0.007	-0.009
Si	9.541	1.261	16.307	-0.007	-0.009	0.001
Si	6.799	3.996	16.279	-0.009	0.003	-0.003
Si	9.501	-9.63	16.273	0.002	-0.003	-0.02
Si	6.781	-6.896	16.314	-0.007	-0.024	-0.004
Si	9.528	-4.19	16.294	-0.017	-0.002	-0.007
Si	12.293	-1.449	16.304	0	0.013	-0.015
Si	14.989	1.265	16.318	-0.02	0.005	0
Si	12.235	3.969	16.294	-0.018	0.004	-0.008
Si	14.986	-9.585	16.326	0.002	-0.014	-0.004
Si	12.288	-6.877	16.351	-0.003	-0.003	0.012
Si	14.998	-4.14	16.389	-0.006	0.024	0.01
Si	17.678	-1.437	16.374	-0.021	-0.006	-0.003
Si	20.407	1.321	16.358	0.002	-0.004	0.002
Si	17.722	4.001	16.318	0.005	-0.007	-0.013
Si	20.428	-9.541	16.356	-0.007	0	0.005
Si	17.698	-6.837	16.318	0.002	0.006	-0.003
Si	20.409	-4.115	16.354	0.01	-0.009	0.002
Si	23.125	-1.346	16.346	-0.01	-0.005	-0.014
Si	25.87	1.357	16.406	0.016	-0.004	0.004
Si	23.143	4.08	16.356	0.005	0.002	-0.003
Si	25.836	-9.515	16.406	0.002	0.003	-0.011
Si	23.151	-6.831	16.368	0.002	0.005	-0.009
Si	25.864	-4.087	16.385	-0.009	-0.001	-0.006
Si	28.543	-1.366	16.391	0.004	0	-0.011
Si	31.307	1.404	16.43	0.002	0.013	0.008
Si	28.572	4.079	16.406	-0.008	0.009	-0.007
Si	31.269	-9.505	16.451	0.01	0.001	-0.001
Si	28.53	-6.803	16.452	-0.013	0.005	0.006
Si	31.28	-4.082	16.459	0	0.016	-0.003
Si	34.024	-1.345	16.486	-0.003	0.008	0
Si	36.708	1.381	16.421	0.01	0.003	0.004
Si	33.982	4.124	16.434	0.005	0.004	-0.008
Si	36.719	-9.467	16.432	0.001	-0.014	0.016
Si	33.977	-6.751	16.437	-0.01	-0.011	0.003
Si	36.705	-3.991	16.462	0.016	-0.013	0.009
Si	39.417	-1.255	16.338	-0.014	-0.01	-0.003
Si	-23.152	1.404	16.356	0.004	-0.011	-0.002
Si	-25.868	4.105	16.355	-0.012	-0.018	-0.006
Si	-23.138	-9.458	16.269	0	-0.001	-0.01
Si	-25.884	-6.734	16.332	0.014	-0.012	0
Si	-23.116	-4.013	16.258	0.001	-0.006	-0.003
Si	-20.41	-1.317	16.293	0.004	0.018	-0.009
Si	-17.697	1.36	16.314	-0.001	0	0.001
Si	-20.404	4.09	16.254	-0.007	-0.016	-0.008
Si	-17.688	-9.507	16.233	0.004	-0.004	-0.012
Si	-20.387	-6.758	16.231	0.01	0.005	-0.02
Si	-17.704	-4.026	16.301	-0.021	-0.006	-0.002
Si	-14.949	-1.325	16.335	0.007	0.005	-0.006
Si	-12.264	1.394	16.265	-0.012	-0.008	-0.017
Si	-14.985	4.101	16.27	-0.006	0.008	-0.012
Si	-12.262	-9.489	16.285	0	-0.008	-0.001
Si	-14.943	-6.758	16.262	0.02	-0.002	0
Si	-12.245	-4.03	16.34	-0.001	-0.001	0.013
Si	-9.504	-1.314	16.303	0.016	0.014	-0.001
Si	-6.819	1.374	16.29	-0.003	0.002	0.006
Si	-9.526	4.124	16.255	-0.008	0.023	-0.004
Si	-6.815	6.828	16.238	0.007	-0.029	-0.016
Si	-9.523	-6.73	16.334	0.022	-0.002	0.011
Si	-6.795	-4.027	16.306	0.007	0.01	-0.01
Si	-4.07	-1.363	16.288	0.019	-0.016	0.012
Si	-1.385	1.273	16.177	-0.013	-0.017	-0.008
Si	-4.125	4.108	16.201	0.004	0.009	-0.012
Si	-1.342	6.841	16.233	0.008	-0.012	0.004
Si	-4.043	9.603	16.228	0.008	0.012	-0.01
Si	-1.365	-4.091	16.246	0.001	0.001	0.002
Si	2.76	-0.078	17.609	-0.007	-0.014	0.005
Si	5.417	2.61	17.59	-0.005	-0.007	0.011
Si	2.736	5.44	17.573	-0.02	-0.026	-0.002
Si	5.435	8.065	17.715	0.003	0.007	0.023
Si	2.713	-5.455	17.728	0.008	0.012	0.027
Si	5.462	-2.83	17.647	0.027	-0.007	-0.008
Si	8.2	-0.15	17.643	0.011	0.007	0
Si	10.85	2.644	17.686	0.01	0.003	-0.002
Si	8.129	5.353	17.662	0	0.004	0.01
Si	10.877	-8.296	17.602	-0.005	-0.021	0.004
Si	8.118	-5.519	17.651	0.021	0.017	0.007
Si	10.938	-2.858	17.609	0.002	0.002	-0.025
Si	13.649	-0.11	17.688	0.025	-0.014	0.014
Si	16.377	2.605	17.66	0.009	-0.004	-0.024
Si	13.63	5.302	17.617	0	0.004	0
Si	16.353	-8.204	17.674	-0.006	-0.011	-0.005
Si	13.665	-5.533	17.756	0	-0.012	-0.009
Si	16.339	-2.784	17.801	0.003	0.026	0.014
Si	19.021	-0.05	17.709	0	0.013	-0.021
Si	21.799	2.692	17.679	-0.005	0.013	0.008
Si	19.053	5.389	17.669	0.002	0	0.004
Si	21.81	-8.202	17.734	0.009	-0.017	-0.007
Si	19.033	-5.485	17.7	-0.011	0.018	-0.011
Si	21.736	-2.688	17.677	-0.003	-0.01	-0.002
Si	24.517	-0.04	17.734	-0.002	-0.006	0.004
Si	27.205	2.75	17.782	0.007	-0.002	0.024
Si	24.464	5.451	17.756	-0.002	-0.013	-0.017
Si	27.163	-8.176	17.821	-0.016	0.015	0.021
Si	24.523	-5.477	17.72	0.019	-0.006	0.013
Si	27.195	-2.725	17.78	0.002	-0.001	-0.006
Si	29.89	0.033	17.703	-0.009	-0.001	-0.005
Si	32.674	2.751	17.839	-0.005	-0.02	-0.009
Si	29.941	5.394	17.797	0.005	-0.001	-0.013
Si	32.616	-8.111	17.804	0	-0.015	0.008
Si	29.865	-5.413	17.815	0	0.007	-0.013
Si	32.688	-2.762	17.833	-0.006	-0.025	0
Si	35.402	0.023	17.861	0.004	-0.022	-0.001
Si	38.082	2.738	17.758	-0.003	0.013	0.006
Si	35.338	5.495	17.787	-0.007	0.006	0.01
Si	38.075	-8.059	17.776	-0.007	0.024	-0.018
Si	35.319	-5.371	17.809	0.011	0.016	-0.007
Si	38.067	-2.53	17.762	-0.008	0.015	0.007
Si	40.789	0.03	17.748	0.006	0.003	-0.004
Si	-21.783	2.804	17.654	0.009	0.008	0.017
Si	-24.515	5.533	17.629	-0.001	0.016	-0.016
Si	-21.728	-8.114	17.577	-0.031	-0.002	0.027
Si	-24.475	-5.358	17.592	-0.005	-0.004	0.01
Si	-21.792	-2.649	17.638	-0.022	-0.018	0.006
Si	-19.049	-0.009	17.687	-0.004	-0.005	0.029
Si	-16.34	2.746	17.644	0.021	-0.008	-0.023
Si	-19.021	5.423	17.583	0.017	0.003	-0.012
Si	-16.32	-8.14	17.553	0.006	0	-0.001
Si	-19.086	-5.396	17.628	0.003	-0.017	0.015
Si	-16.324	-2.696	17.675	0.028	0.015	0
Si	-13.618	0.094	17.687	0.005	0.021	-0.003
Si	-10.88	2.745	17.589	0.002	0.006	-0.016
Si	-13.619	5.442	17.631	-0.004	0.005	0.009
Si	-10.93	-8.094	17.644	-0.022	0.004	-0.014
Si	-13.628	-5.4	17.682	-0.028	-0.011	-0.022
Si	-10.857	-2.649	17.676	-0.004	-0.016	0.017
Si	-8.142	0.018	17.706	0.001	-0.003	0.012
Si	-5.457	2.773	17.6	-0.001	0.018	0.006
Si	-8.165	5.482	17.62	0.01	-0.009	0.008
Si	-5.424	8.238	17.502	0.007	0.002	-0.036
Si	-8.131	-5.36	17.702	-0.004	-0.015	-0.005
Si	-5.43	-2.681	17.688	-0.011	0.002	0.011
Si	-2.7	-0.027	17.654	0.01	0.031	0.027
Si	0.062	2.623	17.377	0.03	-0.014	-0.032
Si	-2.772	5.495	17.516	-0.011	0.014	0.036
Si	0.041	-8.095	17.569	-0.017	0.017	-0.006
Si	-2.703	-5.395	17.666	-0.02	-0.016	0.017
Si	-0.01	-2.76	17.609	0.003	-0.003	0.006
Si	1.345	1.326	18.845	-0.02	0.048	-0.017
Si	4.015	3.984	18.902	0.006	-0.019	-0.034
Si	1.425	6.895	18.898	0.055	0.022	-0.016
Si	4.079	-6.863	19.074	0.003	-0.029	-0.016
Si	1.321	-4.036	19.064	-0.016	0	-0.026
Si	4.087	-1.492	18.983	0.009	0.003	-0.019
Si	6.776	1.207	18.921	-0.035	-0.012	-0.042
Si	9.427	3.98	19.051	0.021	-0.037	-0.015
Si	6.754	6.632	19.09	-0.036	-0.002	-0.001
Si	9.461	-6.96	18.909	-0.018	-0.021	-0.033
Si	6.773	-4.179	19.077	0.002	0.001	-0.006
Si	9.577	-1.571	18.973	-0.031	-0.004	-0.026
Si	12.253	1.26	18.97	-0.019	0.016	-0.021
Si	15.029	3.967	18.97	0.007	0.024	-0.023
Si	12.214	-9.709	18.926	-0.033	0.009	-0.046
Si	15.061	-6.888	19.127	0.021	0.016	0.006
Si	12.245	-4.171	19.054	0.009	0.01	0.002
Si	14.961	-1.419	19.182	0	0.019	-0.03
Si	17.654	1.251	19.11	-0.039	-0.018	0.017
Si	20.432	4.049	19.011	-0.002	0.005	-0.039
Si	17.674	-9.587	19.024	0.02	-0.011	-0.032
Si	20.424	-6.827	19.016	-0.02	0.012	-0.011
Si	17.722	-4.169	19.154	-0.008	-0.003	-0.007
Si	20.345	-1.39	19.087	-0.001	-0.006	-0.024
Si	23.167	1.345	19.04	0.003	0.015	-0.026
Si	25.813	4.119	19.131	0.012	-0.006	-0.027
Si	23.114	-9.559	19.177	0	0.018	0.015
Si	25.766	-6.841	19.216	-0.012	-0.003	-0.023
Si	23.186	-4.002	18.942	0.024	0.011	-0.038
Si	25.868	-1.363	19.162	-0.014	0.02	-0.021
Si	28.585	1.385	19.121	0.012	-0.006	-0.036
Si	31.299	4.069	19.227	-0.017	0.015	-0.004
Si	28.548	-9.592	19.119	-0.023	-0.007	-0.021
Si	31.242	-6.745	19.163	0.03	0.002	-0.02
Si	28.461	-4.102	19.206	-0.001	-0.027	-0.007
Si	31.231	-1.361	19.001	-0.008	-0.015	-0.024
Si	34.062	1.405	19.211	0.022	0.037	-0.004
Si	36.73	4.12	19.103	-0.013	-0.02	-0.027
Si	33.982	-9.458	19.174	-0.002	-0.004	-0.029
Si	36.688	-6.703	19.152	-0.02	-0.025	0.008
Si	34.047	-4.07	19.329	-0.03	0.009	-0.001
Si	36.764	-1.262	19.335	0.025	-0.016	0.006
Si	39.458	1.389	19.136	-0.015	-0.008	-0.018
Si	-23.131	4.244	18.976	0.009	-0.005	-0.038
Si	39.504	-9.416	19.063	0.02	-0.001	0.006
Si	-23.084	-6.719	18.89	0.006	0.019	-0.026
Si	39.545	-3.891	18.926	0.049	-0.011	-0.032
Si	42.16	-1.353	19.096	-0.013	0.002	-0.015
Si	-20.459	1.377	18.973	-0.008	-0.004	-0.032
Si	-17.702	4.082	19.004	-0.016	0.008	0.004
Si	-20.393	-9.547	18.882	-0.004	-0.002	-0.013
Si	-17.67	-6.784	18.89	-0.009	0.005	-0.051
Si	-20.477	-4.024	18.977	0.005	-0.021	-0.025
Si	-17.662	-1.364	19.074	-0.023	0.045	0.006
Si	-15.021	1.436	19.07	0.003	0.004	-0.023
Si	-12.268	4.029	18.962	-0.027	-0.005	-0.018
Si	-15.003	-9.494	18.939	0.008	-0.021	-0.036
Si	-12.26	-6.731	19.055	0.011	-0.027	-0.019
Si	-15.025	-4.088	19.064	-0.023	-0.031	-0.024
Si	-12.195	-1.229	19.003	0.018	-0.008	-0.015
Si	-9.502	1.463	18.988	-0.004	0.011	-0.036
Si	-6.766	4.166	18.991	0.003	-0.002	-0.013
Si	-9.551	6.858	18.94	0.004	-0.011	-0.022
Si	-6.706	9.539	18.955	0.008	0.012	-0.016
Si	-9.465	-3.954	19.078	0.016	0.035	-0.013
Si	-6.735	-1.305	19.108	0.024	-0.014	-0.025
Si	-4.088	1.406	18.93	0.014	-0.006	-0.033
Si	-1.333	3.989	18.579	-0.021	-0.018	-0.044
Si	-4.056	6.981	18.883	0.013	-0.003	0.007
Si	-1.27	-6.737	18.979	0.053	-0.011	-0.014
Si	-4.074	-4.042	19.059	0	0.006	-0.006
Si	-1.321	-1.423	19.014	-0.026	-0.011	-0.028
Si	0.113	-0.036	20.266	0.021	-0.021	0.057
Si	2.6	2.679	20.259	-0.021	0.001	0.049
Si	-0.05	5.385	19.833	0.012	0	-0.01
Si	2.723	8.143	20.49	-0.014	0.003	0.015
Si	-0.009	-5.383	20.464	-0.006	0.005	0.042
Si	2.67	-2.673	20.445	-0.013	0.037	0.043
Si	5.477	-0.185	20.314	0.038	0.015	0.039
Si	8.026	2.568	20.343	0.008	0.009	0.047
Si	5.354	5.186	20.384	0.047	0.014	0.068
Si	8.128	8.05	20.366	0.011	-0.02	0.067
Si	5.376	-5.497	20.488	-0.018	0.018	0.047
Si	8.265	-2.923	20.412	0.006	-0.017	0.04
Si	10.922	-0.171	20.269	0.009	-0.003	0.022
Si	13.685	2.578	20.282	0.009	-0.011	0.044
Si	10.852	5.295	20.37	0.02	0.014	0.048
Si	13.611	-8.37	20.241	-0.006	-0.018	0.018
Si	10.858	-5.647	20.235	0.012	0	0.053
Si	13.565	-2.855	20.507	0.039	-0.007	0.042
Si	16.333	-0.043	20.626	0.002	-0.044	0.041
Si	19.043	2.687	20.311	0.016	0.007	0.055
Si	16.286	5.373	20.383	-0.017	0.014	0.022
Si	19.155	-8.306	20.33	0.018	-0.021	0.031
Si	16.452	-5.574	20.593	0.005	-0.018	0.021
Si	19.02	-2.741	20.543	0.013	-0.002	0.004
Si	21.762	0.003	20.332	0.017	-0.008	0.045
Si	24.47	2.715	20.456	0.018	0.004	0.057
Si	21.762	5.341	20.483	-0.001	-0.009	0.054
Si	24.365	-8.198	20.644	0.016	0.016	0.018
Si	21.754	-5.301	20.193	-0.004	0.036	0.013
Si	24.489	-2.749	20.474	-0.007	-0.004	0.073
Si	27.178	0.083	20.488	0.001	0.02	0.067
Si	29.971	2.651	20.581	-0.019	0.004	0.031
Si	27.182	5.426	20.542	0.003	-0.009	0.036
Si	29.892	-8.195	20.422	0.024	0.003	0.048
Si	27.1	-5.468	20.63	-0.002	0.002	0.056
Si	29.841	-2.64	20.411	0.008	-0.002	0.085
Si	32.612	-0.051	20.347	-0.007	-0.022	0.038
Si	35.483	2.743	20.602	0.013	0	0.056
Si	32.651	5.456	20.573	0.026	0.029	0.066
Si	35.301	-8.043	20.569	-0.016	0.014	0.033
Si	32.549	-5.427	20.643	0.006	0.031	0.031
Si	35.469	-2.705	20.768	0.013	0.006	0.042
Si	38.217	0.099	20.717	0	-0.009	0.029
Si	40.825	2.881	20.319	-0.012	0.028	0.043
Si	38.076	5.59	20.369	-0.01	-0.007	0.012
Si	40.983	-8.069	20.334	0.055	-0.06	0.046
Si	38.145	-5.176	20.198	-0.043	0.054	0.006
Si	40.889	-2.753	20.515	0.012	-0.015	0.073
Si	43.485	0.048	20.406	-0.005	0.05	0.069
Si	-19.142	2.766	20.32	0.007	0.016	0.058
Si	-21.772	5.593	20.356	-0.014	0.008	0.046
Si	-19.015	-8.204	20.156	0.031	-0.015	0.057
Si	-21.855	-5.357	20.341	-0.05	0.024	0.06
Si	-19.04	-2.814	20.353	0.017	-0.004	0.04
Si	-16.423	0.132	20.468	-0.036	-0.005	0.02
Si	-13.622	2.757	20.449	0.014	0.013	0.034
Si	-16.345	5.455	20.333	0.024	0.01	0.081
Si	-13.699	-8.11	20.332	-0.013	0.022	0.045
Si	-16.425	-5.504	20.413	0.026	0.01	0.053
Si	-13.65	-2.588	20.242	-0.011	-0.003	0.017
Si	-10.812	0.142	20.407	0.002	-0.008	0.034
Si	-8.134	2.799	20.366	-0.009	0.005	0.056
Si	-10.916	5.437	20.227	-0.019	0.018	0.046
Si	-8.16	8.246	20.25	-0.014	0.014	0.043
Si	-10.856	-5.337	20.377	0.01	-0.018	0.034
Si	-8.061	-2.65	20.543	0.006	-0.008	0.032
Si	-5.403	0.158	20.441	-0.029	0.019	0.064
Si	-2.569	2.754	20.077	0.033	-0.029	0.031
Si	-5.424	5.682	20.237	-0.038	0.016	0.01
Si	-2.616	-8.089	20.304	-0.018	-0.011	0.025
Si	-5.346	-5.506	20.415	0.002	-0.01	0.061
Si	-2.739	-2.668	20.449	0.007	0.007	0.058
Si	1.725	-0.919	21.8	-0.05	-0.116	-0.652
Si	4.021	1.248	21.443	0.032	0.025	-0.311
Si	1.281	4.326	21.364	-0.026	-0.413	-0.654
Si	3.736	6.32	21.644	0.276	0.368	-0.633
Si	1.516	-6.595	21.806	-0.144	-0.179	-0.702
Si	3.712	-4.316	21.742	0.17	0.02	-0.663
Si	7.145	-1.275	21.631	-0.253	-0.173	-0.719
Si	9.3	0.976	21.456	0.111	0.19	-0.785
Si	6.298	3.44	21.726	0.043	0.068	-0.637
Si	9.821	6.999	21.611	-0.13	-0.154	-0.753
Si	6.933	-6.761	21.74	-0.203	-0.118	-0.631
Si	9.32	-4.68	21.674	0.029	0.278	-0.674
Si	12.447	-1.187	21.76	-0.227	-0.301	-0.671
Si	14.68	1.13	21.872	0.373	0.206	-0.654
Si	12.473	4.06	21.545	-0.302	-0.058	-0.723
Si	14.574	-9.952	21.664	0.308	0.2	-0.762
Si	12.076	-7.187	21.477	0.076	0.095	-0.717
Si	15.154	-4.013	21.818	-0.133	-0.252	-0.745
Si	17.38	-1.741	21.924	0.172	0.32	-0.689
Si	20.581	1.536	21.612	-0.115	-0.137	-0.728
Si	17.898	4.24	21.609	-0.135	-0.15	-0.693
Si	20.16	-9.888	21.779	0.28	0.178	-0.723
Si	17.97	-7.022	21.8	-0.094	0.311	-0.68
Si	20.798	-3.734	21.685	-0.311	-0.188	-0.751
Si	22.952	-1.468	21.68	0.227	0.149	-0.71
Si	26.032	1.659	21.834	-0.121	-0.214	-0.761
Si	22.834	3.717	21.793	0.166	0.221	-0.706
Si	26.056	-9.317	21.914	-0.216	-0.157	-0.664
Si	23.023	-6.51	21.671	-0.055	-0.258	-0.588
Si	25.363	-4.429	21.905	0.278	0.117	-0.739
Si	28.739	-1.068	21.764	-0.124	-0.103	-0.701
Si	31.127	0.972	21.832	0.071	0.283	-0.661
Si	28.335	3.791	21.814	0.107	0.137	-0.749
Si	31.402	-9.298	21.832	-0.066	-0.223	-0.729
Si	28.33	-7.126	21.778	0.044	0.21	-0.708
Si	31.375	-3.711	21.782	-0.141	-0.339	-0.705
Si	33.677	-1.541	21.798	0.352	0.135	-0.715
Si	37.227	1.855	22.006	-0.232	-0.318	-0.698
Si	34.333	4.361	21.834	-0.27	-0.165	-0.748
Si	36.494	-9.666	21.754	0.18	0.232	-0.761
Si	33.627	-7.059	21.965	0.201	0.185	-0.709
Si	37.269	-3.837	21.931	-0.274	-0.035	-0.642
Si	39.454	-1.563	21.917	0.069	0.214	-0.676
Si	42.318	1.705	21.649	-0.074	-0.238	-0.708
Si	39.371	4.155	21.641	0.133	0.11	-0.677
Si	42.673	-8.99	21.756	-0.147	-0.06	-0.703
Si	39.67	-6.454	21.312	0.171	0.005	-0.572
Si	41.887	-4.429	21.943	0.223	0.208	-0.692
Si	45.122	-1.186	21.561	-0.248	-0.082	-0.704
Si	-18.138	1.235	21.761	0.391	0.204	-0.718
Si	-20.749	3.904	21.587	0.181	0.141	-0.829
Si	-17.592	-9.357	21.609	-0.148	-0.204	-0.757
Si	-20.403	-6.817	21.354	-0.036	-0.045	-0.426
Si	-18.18	-4.596	21.705	0.064	0.115	-0.647
Si	-14.829	-1.111	21.623	-0.285	-0.212	-0.619
Si	-12.518	1.113	21.752	0.343	0.387	-0.622
Si	-14.714	4.446	21.69	-0.149	-0.283	-0.727
Si	-12.473	6.606	21.473	0.082	0.189	-0.778
Si	-15.382	-7.162	21.715	0.242	0.213	-0.749
Si	-12.296	-3.914	21.554	0.235	0.136	-0.678
Si	-9.147	-0.88	21.721	-0.072	-0.253	-0.785
Si	-6.942	1.366	21.805	0.229	0.197	-0.707
Si	-9.363	4.363	21.601	-0.242	-0.292	-0.63
Si	-7.12	6.676	21.62	0.392	0.226	-0.599
Si	-9.246	9.796	21.622	-0.191	-0.085	-0.71
Si	-6.931	-4.406	21.74	0.101	0.256	-0.713
Si	-3.796	-0.962	21.725	-0.196	-0.23	-0.713
Si	-1.471	1.159	21.441	0.042	0.216	-0.776
Si	-3.713	4.439	21.166	0.043	0.096	-0.608
Si	-1.46	6.443	21.295	-0.056	0.214	-0.61
Si	-3.642	-6.539	21.758	-0.137	-0.077	-0.7
Si	-1.547	-4.159	21.823	0.156	0.098	-0.675
Si	1.916	-6.28	-6.656	-0.074	0.025	-0.073
Si	6.978	4.577	24.582	0.008	-0.006	-0.14
Si	4.066	5.299	24.412	0.028	0.08	-0.204
Si	4.756	-4.029	24.471	-0.008	0.041	-0.048
Si	2.441	3.007	24.946	-0.022	0.167	-0.081
Si	3.705	0.729	26.126	-0.038	0.055	0.017
Si	8.223	0.166	-3.557	0.22	0.028	0.066
Si	10.749	-0.928	-4.497	-0.023	-0.08	0.089
Si	11.974	-0.623	24.643	0.033	0.002	-0.106
Si	9.732	-4.263	24.584	0.096	-0.113	0.004
Si	18.246	8.074	-4.898	-0.159	0.051	-0.029
Si	13.901	-5.967	23.807	0.036	0.046	-0.15
Si	14.058	-3.765	-4.479	-0.07	-0.1	-0.015
Si	17.739	3.502	24.529	-0.033	-0.036	-0.055
Si	9.528	3.532	-7.016	0.052	-0.063	0.128
Si	16.757	6.011	25.93	-0.164	-0.054	0.069
Si	9.015	6.699	24.582	-0.029	0.06	0.012
Si	21.399	6.688	24.673	-0.142	-0.055	-0.043
Si	9.337	-2.555	-6.5	0.035	-0.073	0.04
Si	24.574	-0.043	24.019	0.025	0.08	-0.115
Si	26.688	6.521	-2.714	-0.075	-0.195	0.036
Si	15.925	8.011	23.789	-0.05	-0.017	-0.04
Si	19.789	1.334	24.501	-0.006	0.038	-0.104
Si	25.543	6.167	24.926	-0.024	0.052	-0.059
Si	23.091	4.337	24.848	-0.103	-0.002	-0.147
Si	28.722	-6.286	24.616	0.019	0.019	-0.107
Si	16.095	5.893	-5.186	0.079	-0.057	0.002
Si	23.907	-6.187	-6.079	0.074	0.018	-0.046
Si	28.202	3.987	-2.738	0.115	0.054	-0.062
Si	26.412	-4.293	24.794	0.015	0.091	-0.05
Si	23.251	3.046	-2.91	-0.078	0.079	0.09
Si	31.24	-6.892	-7.083	0.045	0.075	-0.035
Si	-27.007	-8.076	23.46	-0.047	-0.074	-0.056
Si	30.192	5.146	23.982	-0.039	0.067	-0.171
Si	31.844	6.01	-4.856	0.142	-0.056	0.052
Si	27.279	-1.525	24.516	-0.018	0.04	-0.066
Si	-26.752	-1.388	-2.751	0.05	-0.011	0.05
Si	-32.207	4.301	24.596	0.068	0.066	-0.06
Si	-28.617	-2.498	-6.819	-0.017	0.017	0.005
Si	-30.759	-6.785	24.974	-0.063	-0.035	-0.179
Si	-28.094	-5.545	24.658	0.007	0.062	-0.272
Si	-28.402	-5.376	-6.828	-0.066	0.081	0.087
Si	-23.887	-0.077	23.952	-0.01	-0.063	-0.15
Si	-21.001	2.213	-4.217	-0.013	0.081	0.167
Si	-25.443	-5.53	-6.101	0.019	-0.025	-0.054
Si	-17.813	2.687	24.629	-0.169	0.017	-0.212
Si	-30.344	-4.069	-5.021	-0.007	-0.073	-0.059
Si	-18.352	-1.14	25.637	0.073	0.03	-0.069
Si	-17.332	3.153	-6.393	0.027	-0.029	-0.101
Si	-22.41	-3.998	25.018	-0.084	-0.026	-0.249
Si	-15.131	3.675	24.708	0.105	0.113	-0.104
Si	-14.94	6.321	-3.957	0.035	-0.038	0.064
Si	-21.037	-1.462	24.404	-0.001	0.069	-0.04
Si	-11.453	-0.426	25.997	-0.037	-0.042	0.018
Si	-13.321	1.422	24.614	0.069	-0.089	-0.112
Si	-11.18	-7.834	23.549	0.053	-0.003	-0.105
Si	-9.803	7.958	26.137	0.039	-0.091	0.043
Si	-8.002	2.828	-1.97	-0.006	-0.02	0.134
Si	-13.562	-5.756	23.4	-0.112	-0.078	0.027
Si	-9.255	4.088	24.609	-0.024	0.072	-0.074
Si	-5.571	-7.852	-7.315	0.038	0.067	-0.058
Si	-8.385	-2.508	-7.204	-0.024	-0.123	-0.01
Si	-13.654	-3.547	-5.055	0.081	0.108	0.071
Si	-5.211	2.252	-6.179	-0.156	-0.081	-0.095
Si	-2.681	2.357	25.113	-0.027	0.159	-0.055
Si	-5.875	-4.221	24.703	-0.056	0.102	-0.172
Si	1.341	3.412	-6.708	0.095	0.011	-0.098
Si	-0.333	1.504	-3.724	0.066	0.031	0.131
Si	-3.242	-8.115	24.287	-0.062	-0.036	-0.096
Si	-0.78	-4.956	-6.816	0.097	-0.096	-0.047
Si	-0.187	7.873	23.653	0.066	0.079	-0.071
Si	1.741	-0.154	-4.752	-0.023	-0.129	-0.038
Si	3.262	-4.27	-5.092	0.042	-0.012	0.024
Si	3.228	3.446	-4.129	0.012	-0.041	0.002
Si	-0.587	5.526	-7.159	-0.015	0.04	-0.009
Si	8.359	-6.853	25.832	-0.044	-0.068	0.021
Si	-1.982	-0.449	25.913	-0.022	-0.168	-0.032
Si	-0.282	2.948	23.65	-0.061	0.163	-0.092
Si	7.106	-0.984	-6.082	0.035	-0.06	0.032
Si	15.995	-0.303	-4.91	0.089	-0.031	0.157
Si	4.858	-2.469	-6.967	-0.072	0.004	0.059
Si	5.98	-6.829	-2.777	-0.011	-0.233	0.002
Si	5.619	-7.021	24.494	0.14	-0.098	-0.122
Si	11.827	-3.869	-6.726	-0.021	0.136	0.013
Si	15.493	1.462	24.888	-0.054	0.046	-0.099
Si	8.943	4.946	-4.273	-0.081	0.042	-0.013
Si	12.39	-5.863	-3.173	-0.018	0.019	0.188
Si	11.184	2.158	23.682	0.062	-0.103	-0.071
Si	13.116	0.38	-5.995	-0.128	-0.101	-0.143
Si	19.285	-3.348	-4.622	0.027	-0.026	0.127
Si	13.023	5.705	-1.976	0.118	0.05	0.199
Si	24.68	7.36	-4.972	0.013	0.027	0.091
Si	22.605	1.436	25.953	-0.04	0.031	-0.03
Si	22.227	5.372	-4.722	-0.09	-0.067	-0.005
Si	17.593	-0.733	24.867	-0.007	-0.027	-0.201
Si	12.585	3.318	-6.766	0.062	-0.011	-0.168
Si	20.364	-0.533	-4.643	-0.145	-0.009	-0.071
Si	25.911	1.944	-2.938	-0.021	-0.154	0.04
Si	20.549	-6.025	23.432	0.109	-0.091	-0.22
Si	23.585	7.759	26.019	0.009	0.061	0.01
Si	29.774	1.678	-4.096	-0.084	-0.088	0.173
Si	28.138	-7.157	-2.706	-0.072	0.001	0.038
Si	27.046	6.595	-6.572	0.134	0.008	-0.128
Si	-32.614	0.938	-4.749	-0.014	-0.008	0.133
Si	26.889	3.715	-7.293	-0.054	-0.102	-0.022
Si	27.214	1.078	-5.58	-0.014	0.019	0.119
Si	25.148	-3.682	-5.043	-0.088	-0.021	-0.008
Si	26.964	-4.611	-2.758	-0.021	0.047	0.013
Si	-27.576	1.288	-6.735	-0.08	0.032	-0.142
Si	29.429	7.989	-5.115	0.115	-0.048	0.001
Si	-19.184	5.354	23.857	0.114	-0.005	-0.097
Si	31.831	-4.508	-5.396	-0.073	0.055	-0.009
Si	29.967	-1.027	-2.408	-0.083	0.173	-0.067
Si	30.68	-3.991	24.795	0.041	0.045	-0.175
Si	-30.925	6.697	26.103	-0.04	0.03	0.099
Si	-28.052	1.267	-2.654	0.104	-0.077	0.133
Si	-24.563	-7.707	-4.155	0.034	0.076	0.079
Si	-24.643	6.23	23.722	0.032	-0.057	-0.216
Si	-20.197	-5.974	25.687	0.058	0.058	0.087
Si	-25.955	-1.22	-6.671	0.115	-0.086	-0.029
Si	-18.515	5.976	-6.492	0.038	-0.03	0.057
Si	-11.115	-0.068	-2.172	0.011	-0.008	0.115
Si	-19.753	7.495	25.838	-0.027	-0.142	0.035
Si	-21.71	-6.919	-3.12	-0.049	0.025	0.151
Si	-17.892	-4.149	24.69	0.076	0.022	-0.028
Si	-23.365	2.427	-2.497	0.034	0.052	0.014
Si	-15.548	-0.74	24.477	-0.047	-0.03	-0.001
Si	-9.952	-5.467	-2.036	-0.005	-0.048	0.082
Si	-11.904	3.451	-6.459	0.137	0.084	-0.078
Si	-13.552	-8.052	-1.977	-0.02	-0.001	0.03
Si	-10.722	-2.39	23.903	-0.05	-0.01	-0.045
Si	-10.504	1.185	-5.071	-0.107	-0.029	0.166
Si	-4.67	-1.511	24.769	0.089	0.086	-0.157
Si	-16.464	-3.582	-6.38	-0.023	0.086	0.019
Si	-7.634	1.028	-4.502	0.112	0.052	0.034
Si	-6.377	5.27	-2.816	0.135	-0.001	0.28
Si	-7.411	6.642	24.639	-0.17	0.001	-0.171
Si	-0.081	-2.318	24.076	-0.035	-0.003	-0.267
Si	-6.74	-2.012	-4.578	-0.016	0.081	-0.08
Si	-5.084	2.993	23.562	-0.149	-0.011	0.089
Si	-3.156	1.568	-4.288	-0.043	-0.163	0.121
Si	-2.627	6.968	-5.31	-0.059	-0.064	0.057
Si	-5.651	7.302	-4.695	0.09	0.041	-0.058
Si	-3.584	-1.615	-4.707	0.035	0.104	0.066
Si	4.024	0.708	-3.023	-0.068	0.145	0.15
Si	0.693	-2.569	-5.885	-0.067	0.042	0.019
Si	-0.343	-0.422	-1.504	0.1	0.007	0.111
Si	7.277	-2.371	24.53	-0.025	-0.092	-0.217
Si	-1.395	5.742	-2.859	-0.112	0.01	0.093
Si	2.191	6.934	-7.153	0.005	-0.034	-0.136
Si	4.992	-4.17	-2.745	-0.013	0.027	0.223
Si	10.473	6.812	-2.654	0.007	0.119	0.109
Si	3.802	6.291	-4.593	-0.028	0.121	0.162
Si	6.813	7.287	-4.759	0.038	-0.102	-0.002
Si	3.177	8.088	-2.203	-0.115	0.051	0.059
Si	13.48	-2.576	-1.906	0.005	0.054	0.009
Si	6.17	-1.31	-2.462	-0.053	0.017	0.211
Si	11.256	-8.001	-4.841	-0.083	0.025	0.043
Si	8.2	2.772	-2.114	0.094	0.163	0.169
Si	9.325	3.024	25.905	-0.015	0.01	0.036
Si	10.827	-3.596	-2.633	-0.087	0.177	-0.032
Si	16.614	-3.194	-6.013	0.001	-0.009	0.071
Si	13.097	5.796	-4.9	0.068	0.119	0.076
Si	18.176	1.439	-4.021	-0.055	-0.038	0.099
Si	17.757	4.315	-3.019	-0.101	0.014	0.053
Si	12.332	-4.793	26.178	-0.091	0.02	-0.054
Si	16.558	0.021	-2.018	-0.01	0.074	0.022
Si	18.834	-5.965	-3.122	-0.041	0.075	-0.01
Si	21.216	-7.145	26.168	0.049	-0.176	-0.11
Si	-30.755	6.772	-4.126	-0.038	-0.109	0.04
Si	21.95	0.214	-2.201	0.005	0.018	0.169
Si	19.904	6.426	-2.918	0.119	-0.066	0.05
Si	21.577	-5.597	-2.171	-0.081	-0.089	0.078
Si	22.3	-4.215	-4.754	-0.085	0.085	0.013
Si	-30.984	2.033	26.124	0.072	-0.018	-0.056
Si	-32.436	0.174	24.128	-0.111	0.013	-0.125
Si	-29.628	4.709	-6.129	-0.003	0.053	-0.002
Si	-32.451	5.349	-2.201	-0.048	-0.021	0.094
Si	31.128	-1.408	26.248	0.066	-0.025	0.038
Si	-26.837	4.253	-7.03	-0.067	0.029	-0.059
Si	27.101	-1.837	-6.785	0.051	-0.078	0.035
Si	-29.785	2.003	-4.805	0.041	-0.017	-0.045
Si	32.619	-0.043	-1.814	-0.024	0.073	0.122
Si	-29.547	-7.847	-2.064	-0.089	-0.041	0.163
Si	-28.402	-3.937	-2.707	0.034	0.027	0.04
Si	30.065	-3.77	-2.996	0.094	0.04	0.124
Si	-18.638	-1.994	-5.275	-0.088	-0.165	0.041
Si	-25.15	5.525	-4.774	0.015	-0.016	0.08
Si	-22.216	5.394	-2.048	0.015	0.019	0.028
Si	-22.15	5.017	-4.924	-0.04	0.048	0.074
Si	-28.105	1.75	25.122	0.059	0.098	-0.13
Si	-26.819	-6.254	-2.456	0.08	0.035	0.001
Si	-19.825	-7.976	-5.336	-0.013	0.03	-0.127
Si	-13.327	-5.447	26.136	0.023	0.038	0.138
Si	-25.947	3.492	-2.74	0.002	0.012	0.094
Si	-18.734	2.752	-2.085	-0.035	0.08	0.034
Si	-24.584	-2.788	-4.642	0.051	-0.006	0.02
Si	-17.483	-6.324	-6.608	-0.005	-0.071	-0.086
Si	-19.445	-2.772	-2.267	0.104	0.032	0.099
Si	-12.186	-6.074	-3.821	-0.089	-0.048	0.068
Si	-19.458	0.769	-6.199	0.024	-0.009	-0.212
Si	-16.781	5.109	-2.007	0.042	-0.147	0.136
Si	-22.313	-4.027	-2.894	-0.139	0.087	0.088
Si	-14.72	4.002	-5.666	-0.065	0.109	0.071
Si	-4.753	5.719	25.229	0.02	-0.103	-0.228
Si	-9.096	1.412	26.126	-0.108	0.056	-0.007
Si	-15.62	6.581	-6.765	0.035	-0.144	0.029
Si	-13.415	-2.236	-2.278	0.027	0	0.097
Si	-6.995	-4.379	-2.601	0.124	-0.088	0.019
Si	-11.761	-7.249	-6.374	-0.032	-0.086	-0.163
Si	-3.26	-6.483	-5.832	-0.128	-0.037	0.094
Si	-8.604	-3.384	25.913	0.008	0.148	-0.057
Si	-3.827	3.765	-2.529	-0.035	-0.015	0.133
Si	0.756	3.986	-2.428	0.032	0.101	0.058
Si	-4.834	-6.465	-3.196	0.1	0.005	0.165
Si	-2.574	-2.481	-1.895	-0.06	-0.065	0.041
Si	1.36	-1.458	5.483	-0.004	0.001	0
Si	4.158	1.313	5.536	0.002	-0.001	0.013
Si	1.402	4.062	5.486	0.001	-0.018	0.004
Si	4.098	6.77	5.437	0.004	-0.007	0.001
Si	1.364	9.494	5.442	-0.003	-0.003	0.007
Si	4.11	-4.124	5.431	0.003	0.007	0
Si	6.866	-1.387	5.445	0.013	0.013	0.016
Si	9.556	1.34	5.46	-0.012	0.003	0.02
Si	6.865	4.053	5.496	-0.001	0.002	0.003
Si	9.574	6.817	5.451	-0.036	-0.001	0.012
Si	6.852	-6.852	5.424	-0.003	-0.02	0.007
Si	9.586	-4.089	5.424	-0.004	-0.008	0.005
Si	12.293	-1.394	5.466	0.006	0.013	0
Si	15.034	1.35	5.516	-0.006	0.001	0.014
Si	12.303	4.1	5.459	0.009	0.006	-0.001
Si	15.032	6.811	5.41	-0.015	0.003	0.006
Si	12.326	-6.778	5.377	-0.02	-0.003	-0.002
Si	14.989	-4.121	5.413	-0.01	0.003	-0.002
Si	17.755	-1.384	5.456	-0.001	-0.02	0.005
Si	20.459	1.358	5.453	-0.006	0.001	0.01
Si	17.774	4.095	5.439	-0.005	0.002	0.003
Si	20.423	6.784	5.409	-0.002	0.006	0.006
Si	17.731	-6.862	5.415	0.005	-0.008	-0.003
Si	20.481	-4.111	5.449	0.001	0.005	0.003
Si	23.174	-1.383	5.444	0.006	-0.015	-0.002
Si	25.859	1.376	5.451	0.011	0.019	0.008
Si	23.158	4.067	5.414	-0.016	-0.012	-0.001
Si	25.865	6.805	5.408	0.001	0.006	0.008
Si	23.167	-6.805	5.389	-0.009	-0.012	-0.003
Si	25.867	-4.098	5.424	0.003	0.009	0.003
Si	28.569	-1.348	5.461	-0.001	0.001	0.008
Si	31.233	1.361	5.501	-0.004	0.001	0.006
Si	28.549	4.096	5.48	0.004	0.009	0.008
Si	31.255	6.85	5.515	-0.004	0.018	0.01
Si	28.564	-6.798	5.439	0.001	-0.001	0.007
Si	31.243	-4.06	5.507	-0.001	0.01	0.008
Si	33.965	-1.351	5.542	0.005	-0.009	0.017
Si	36.712	1.389	5.555	-0.009	-0.015	0.008
Si	33.978	4.129	5.572	0	0	0.015
Si	-28.606	6.84	5.547	0.012	-0.002	0.01
Si	33.979	-6.771	5.517	0.004	0.002	0.006
Si	-28.612	-4.05	5.498	0.002	0.005	0.003
Si	-25.836	-1.329	5.503	0.005	-0.005	0.012
Si	-23.147	1.378	5.432	0.009	-0.013	0.002
Si	-25.893	4.107	5.495	-0.004	-0.008	0
Si	-23.202	6.834	5.502	-0.006	-0.003	0.004
Si	-25.877	-6.764	5.505	-0.012	-0.01	0.008
Si	-23.133	-4.07	5.455	-0.008	-0.003	0.01
Si	-20.42	-1.355	5.381	0.009	-0.006	-0.007
Si	-17.721	1.35	5.413	0.023	-0.001	-0.001
Si	-20.45	4.108	5.449	0.002	0.004	0
Si	-17.736	6.824	5.383	-0.001	0.006	0
Si	-20.442	-6.751	5.477	-0.011	-0.012	0.007
Si	-17.706	-4.06	5.364	0.002	0.009	-0.007
Si	-14.994	-1.369	5.376	0.001	0.001	0.008
Si	-12.277	1.368	5.417	0.007	-0.001	0.012
Si	-15.015	4.113	5.431	0.002	-0.004	0.01
Si	-12.269	6.831	5.38	-0.01	-0.012	0.001
Si	-15.009	-6.788	5.328	-0.01	-0.011	-0.001
Si	-12.292	-4.088	5.352	-0.004	0	-0.003
Si	-9.583	-1.384	5.407	0.022	0.003	0.001
Si	-6.853	1.367	5.493	-0.005	0.01	0.013
Si	-9.544	4.061	5.45	-0.007	0.013	0.005
Si	-6.793	6.803	5.436	-0.004	-0.004	0.011
Si	-9.541	-6.809	5.33	0.006	-0.008	-0.004
Si	-6.821	-4.113	5.356	0.003	0	0
Si	-4.07	-1.453	5.46	0.014	0.004	0.004
Si	-1.317	1.29	5.488	0.018	-0.002	0.014
Si	-4.119	4.079	5.468	-0.008	0.005	-0.003
Si	-1.37	6.832	5.474	-0.006	0.011	0.007
Si	-4.079	-6.816	5.386	0.012	-0.005	-0.001
Si	-1.351	-4.152	5.425	0.007	0.008	-0.005
Si	2.747	-0.07	6.814	0.01	0.001	-0.008
Si	5.508	2.692	6.861	0.005	-0.012	-0.002
Si	2.762	5.417	6.828	-0.006	-0.003	-0.01
Si	5.486	-8.206	6.786	0.011	0.006	-0.005
Si	2.745	-5.475	6.791	-0.012	0.002	-0.007
Si	5.483	-2.759	6.78	0.003	0.006	-0.006
Si	8.212	-0.033	6.82	-0.004	-0.007	-0.007
Si	10.94	2.704	6.796	-0.001	0.006	-0.014
Si	8.227	5.433	6.816	0.003	0.013	0.001
Si	10.968	-8.147	6.766	0.009	-0.005	-0.007
Si	8.21	-5.465	6.767	-0.009	0.009	-0.005
Si	10.937	-2.76	6.817	0.005	-0.002	-0.006
Si	13.655	-0.032	6.825	-0.003	0.005	0.004
Si	16.407	2.733	6.818	0	0.009	-0.003
Si	13.677	5.451	6.796	-0.002	0.006	0.002
Si	16.38	-8.188	6.809	0.008	-0.007	0
Si	13.651	-5.461	6.802	0.001	-0.005	-0.007
Si	16.372	-2.763	6.777	0.005	-0.003	-0.004
Si	19.1	-0.011	6.813	0	0.012	-0.007
Si	21.821	2.711	6.81	0.002	0.003	0
Si	19.11	5.433	6.823	-0.002	-0.006	-0.004
Si	21.802	-8.169	6.758	-0.001	-0.003	-0.003
Si	19.09	-5.481	6.773	-0.005	0.006	0
Si	21.821	-2.741	6.816	-0.001	0.001	-0.008
Si	24.52	-0.011	6.811	-0.003	-0.005	-0.003
Si	27.198	2.732	6.839	-0.003	-0.006	-0.005
Si	24.505	5.443	6.781	0.004	-0.003	-0.01
Si	27.213	-8.166	6.803	0.003	0.002	-0.009
Si	24.508	-5.455	6.791	-0.002	0.006	-0.013
Si	27.207	-2.723	6.808	-0.001	0.001	0
Si	29.9	-0.001	6.868	0.004	-0.008	-0.01
Si	32.598	2.733	6.868	-0.005	0.003	-0.009
Si	29.909	5.453	6.85	-0.002	-0.008	-0.001
Si	32.611	-8.118	6.881	-0.007	0.001	-0.006
Si	29.891	-5.435	6.844	0.002	-0.003	-0.004
Si	32.608	-2.716	6.885	-0.001	0	-0.007
Si	35.329	0.024	6.883	0.005	0.002	-0.001
Si	-27.221	2.759	6.894	0	0.011	-0.007
Si	-29.948	5.483	6.92	0	0.002	-0.003
Si	-27.231	-8.12	6.877	0.008	-0.008	-0.003
Si	-29.946	-5.414	6.878	0.006	-0.007	-0.005
Si	-27.234	-2.683	6.842	-0.001	0.004	-0.007
Si	-24.486	0.039	6.842	-0.005	0.007	-0.005
Si	-21.797	2.736	6.805	-0.002	0.002	-0.005
Si	-24.543	5.469	6.86	-0.009	0.015	0.001
Si	-21.812	-8.118	6.825	-0.001	0.01	0
Si	-24.506	-5.401	6.84	0.008	-0.005	-0.003
Si	-21.775	-2.687	6.787	-0.003	-0.005	-0.007
Si	-19.077	-0.002	6.773	0.003	0.001	0.001
Si	-16.368	2.731	6.771	-0.002	-0.005	0.002
Si	-19.079	5.476	6.782	-0.003	0.002	-0.005
Si	-16.354	-8.137	6.73	0	-0.003	-0.006
Si	-19.044	-5.4	6.784	0.002	-0.012	-0.001
Si	-16.357	-2.709	6.747	-0.004	0.004	0.007
Si	-13.638	-0.008	6.753	-0.004	-0.005	0.001
Si	-10.916	2.711	6.792	0.005	-0.003	0.002
Si	-13.625	5.469	6.757	0.01	-0.007	-0.002
Si	-10.902	-8.134	6.733	-0.006	0.002	-0.004
Si	-13.651	-5.438	6.717	-0.008	0.024	0
Si	-10.945	-2.736	6.751	-0.007	-0.001	-0.003
Si	-8.221	-0.028	6.788	0.001	-0.006	0.002
Si	-5.481	2.731	6.826	-0.01	0.012	0.001
Si	-8.181	5.45	6.779	-0.003	0.003	0.001
Si	-5.427	-8.163	6.777	0.002	-0.011	0
Si	-8.187	-5.46	6.723	-0.001	-0.006	-0.009
Si	-5.47	-2.787	6.776	0.008	-0.001	0
Si	-2.727	-0.05	6.807	-0.007	0	-0.011
Si	0.036	2.68	6.819	-0.003	-0.001	0.003
Si	-2.729	5.436	6.802	0.007	-0.003	-0.005
Si	0.005	8.163	6.824	-0.019	-0.006	0.01
Si	-2.732	-5.479	6.781	0.005	-0.009	0.005
Si	-0.01	-2.796	6.818	-0.005	0.012	-0.003
Si	1.398	1.317	8.163	0.005	0.027	0
Si	4.122	4.053	8.182	0.014	0.009	-0.001
Si	1.372	6.777	8.154	-0.003	-0.003	-0.008
Si	4.12	-6.838	8.134	-0.006	-0.009	-0.009
Si	1.38	-4.13	8.158	-0.005	0.005	0.004
Si	4.123	-1.416	8.157	-0.011	-0.003	-0.001
Si	6.859	1.314	8.191	0.005	0.013	0.006
Si	9.587	4.058	8.161	-0.004	0	-0.005
Si	6.841	6.768	8.162	-0.014	-0.021	0.003
Si	9.579	-6.82	8.133	0.003	-0.002	-0.012
Si	6.847	-4.12	8.137	-0.004	0.003	0.001
Si	9.572	-1.402	8.168	-0.005	0.006	0
Si	12.287	1.331	8.165	-0.008	-0.01	0
Si	15.018	4.071	8.166	-0.009	-0.004	-0.003
Si	12.306	6.8	8.147	0.014	0.006	0.003
Si	15.015	-6.825	8.159	0.002	-0.001	-0.001
Si	12.292	-4.12	8.173	-0.007	0.003	0
Si	15.024	-1.404	8.159	-0.014	-0.004	-0.004
Si	17.747	1.351	8.175	0.007	0.009	-0.002
Si	20.464	4.067	8.179	0.006	0.015	0.003
Si	17.729	6.771	8.179	-0.013	-0.009	0
Si	20.449	-6.825	8.15	-0.002	-0.003	-0.011
Si	17.73	-4.122	8.143	-0.009	-0.008	0.001
Si	20.451	-1.383	8.169	-0.007	-0.007	0.001
Si	23.161	1.342	8.179	-0.004	0.001	-0.003
Si	25.845	4.095	8.186	0.004	-0.006	-0.005
Si	23.149	6.798	8.149	-0.007	0.001	-0.003
Si	25.857	-6.808	8.171	-0.002	-0.003	0.001
Si	23.169	-4.098	8.18	0.002	0.014	0.003
Si	25.865	-1.366	8.19	0	0	-0.003
Si	28.548	1.37	8.216	-0.003	-0.002	0.004
Si	31.254	4.096	8.231	-0.007	-0.01	-0.004
Si	28.555	6.813	8.204	0.006	0.005	0.002
Si	31.254	-6.766	8.233	0.004	0	0.002
Si	28.548	-4.07	8.205	0	-0.002	-0.004
Si	31.262	-1.346	8.24	0.004	0.005	0.002
Si	33.967	1.387	8.235	0.008	0.003	-0.004
Si	-28.585	4.115	8.256	0.002	0.005	0.002
Si	33.959	6.839	8.256	0.002	-0.003	-0.003
Si	-28.592	-6.767	8.239	0.009	0.006	-0.001
Si	33.972	-4.065	8.242	-0.01	0.001	0
Si	-28.587	-1.336	8.227	0.001	-0.002	-0.003
Si	-25.852	1.387	8.216	0.004	0.005	-0.005
Si	-23.153	4.102	8.177	0	-0.005	-0.008
Si	-25.885	6.832	8.229	-0.012	-0.007	0.001
Si	-23.159	-6.765	8.2	-0.009	-0.022	0
Si	-25.875	-4.044	8.199	0.008	-0.003	-0.005
Si	-23.129	-1.336	8.175	0.004	0.001	-0.004
Si	-20.428	1.368	8.143	-0.015	-0.009	-0.009
Si	-17.72	4.1	8.131	-0.011	-0.007	-0.004
Si	-20.432	6.834	8.155	0.007	0.006	-0.005
Si	-17.692	-6.779	8.125	0.006	0.009	0.007
Si	-20.413	-4.046	8.147	0.015	0.01	-0.006
Si	-17.702	-1.348	8.126	0.005	0	-0.001
Si	-14.99	1.37	8.115	0.004	0.008	-0.006
Si	-12.273	4.1	8.122	0.006	0.009	0.003
Si	-14.992	6.831	8.107	0.003	-0.003	-0.005
Si	-12.27	-6.776	8.09	0.009	-0.005	-0.008
Si	-14.99	-4.071	8.101	-0.004	-0.014	-0.004
Si	-12.282	-1.364	8.122	-0.003	-0.001	0.003
Si	-9.564	1.346	8.149	-0.01	-0.005	-0.002
Si	-6.836	4.099	8.164	0.003	-0.004	0.001
Si	-9.554	6.821	8.112	0.006	-0.01	-0.003
Si	-6.822	-6.803	8.107	0.006	0.001	-0.006
Si	-9.549	-4.087	8.09	0.007	0.01	-0.009
Si	-6.825	-1.387	8.115	0.001	0.008	-0.007
Si	-4.098	1.341	8.135	0.002	0.001	0
Si	-1.358	4.054	8.138	-0.014	-0.019	-0.002
Si	-4.086	6.799	8.156	0.015	0.009	-0.004
Si	-1.368	-6.812	8.162	0.013	0.005	-0.002
Si	-4.099	-4.12	8.138	-0.003	0	-0.004
Si	-1.359	-1.402	8.156	-0.003	-0.005	-0.005
Si	0.01	-0.033	9.5	0.003	0.001	-0.003
Si	2.754	2.681	9.52	0.009	-0.009	0.007
Si	0.007	5.411	9.498	0.004	0.002	0.002
Si	2.75	-8.188	9.493	-0.004	-0.006	0.004
Si	0.006	-5.468	9.508	-0.017	-0.006	0.002
Si	2.749	-2.767	9.503	0.003	0.001	0.003
Si	5.482	-0.055	9.52	-0.006	0.005	0.001
Si	8.23	2.684	9.517	0.005	-0.003	-0.001
Si	5.487	5.407	9.524	0.002	-0.002	0.009
Si	8.219	-8.191	9.496	-0.006	-0.002	-0.006
Si	5.484	-5.483	9.492	-0.003	0.007	0.003
Si	8.204	-2.771	9.513	0.007	0.007	-0.001
Si	10.935	-0.045	9.52	-0.007	0.004	-0.001
Si	13.656	2.691	9.515	0.005	0.008	0.001
Si	10.952	5.417	9.506	-0.001	-0.002	-0.004
Si	13.659	-8.186	9.528	0	0.002	0.001
Si	10.926	-5.481	9.524	0.001	0.002	-0.002
Si	13.66	-2.763	9.521	-0.001	-0.009	0.001
Si	16.377	-0.029	9.514	0.003	0.005	-0.005
Si	19.101	2.703	9.541	0.004	-0.005	-0.002
Si	16.371	5.414	9.544	0.005	0.003	0.001
Si	19.092	-8.181	9.526	0.002	-0.005	-0.002
Si	16.376	-5.474	9.521	-0.007	-0.004	0.004
Si	19.084	-2.755	9.512	-0.001	0.01	-0.007
Si	21.801	-0.022	9.539	0	0	-0.005
Si	24.508	2.712	9.547	-0.001	0.007	0.001
Si	21.811	5.436	9.535	0.002	-0.008	-0.001
Si	24.502	-8.17	9.534	-0.004	-0.001	-0.004
Si	21.797	-5.461	9.528	-0.001	-0.001	-0.006
Si	24.511	-2.731	9.554	0.006	-0.002	0.004
Si	27.208	-0.005	9.576	0.002	0	0.001
Si	29.906	2.728	9.589	0.006	-0.001	-0.002
Si	27.203	5.445	9.563	-0.003	0.001	-0.001
Si	29.909	-8.149	9.581	0.004	0.003	-0.001
Si	27.199	-5.444	9.558	-0.001	0.008	-0.002
Si	29.906	-2.718	9.588	0	-0.005	0.001
Si	32.619	0.019	9.599	-0.001	0	-0.002
Si	-29.954	2.749	9.597	-0.001	0.005	0.004
Si	32.611	5.456	9.601	-0.006	-0.003	-0.003
Si	-29.956	-8.121	9.607	-0.005	-0.003	0
Si	32.614	-5.417	9.605	0.001	0.001	-0.001
Si	-29.949	-2.692	9.591	0.004	-0.007	-0.005
Si	-27.227	0.036	9.573	0.002	0.003	0.002
Si	-24.504	2.76	9.561	-0.002	-0.003	0.003
Si	-27.238	5.487	9.604	0.015	0.006	0.003
Si	-24.518	-8.121	9.566	-0.003	-0.004	0.003
Si	-27.23	-5.398	9.579	-0.005	-0.006	0.002
Si	-24.507	-2.678	9.54	-0.002	0.012	-0.001
Si	-21.778	0.029	9.528	0.001	0	0.005
Si	-19.072	2.739	9.496	-0.002	0.005	0.004
Si	-21.79	5.472	9.52	0	0.001	-0.001
Si	-19.06	-8.126	9.496	-0.005	-0.01	0.001
Si	-21.78	-5.394	9.524	-0.004	-0.002	-0.006
Si	-19.055	-2.693	9.506	-0.006	0.003	0.004
Si	-16.344	0.016	9.484	-0.006	0.001	0.004
Si	-13.63	2.732	9.477	0	-0.006	-0.004
Si	-16.346	5.464	9.475	0.003	-0.003	0.001
Si	-13.623	-8.132	9.463	0.004	0.005	0.002
Si	-16.333	-5.419	9.484	0.006	0.002	0.003
Si	-13.636	-2.717	9.481	-0.008	0.001	0.001
Si	-10.924	-0.008	9.497	0.01	0.004	0.006
Si	-8.201	2.722	9.494	0	0.002	0.004
Si	-10.91	5.462	9.474	-0.002	-0.002	0.002
Si	-8.184	-8.148	9.476	-0.006	-0.001	-0.002
Si	-10.91	-5.427	9.465	-0.009	-0.001	0.002
Si	-8.196	-2.731	9.471	0.002	-0.003	0.003
Si	-5.471	-0.016	9.474	0.001	0.002	0.008
Si	-2.73	2.702	9.489	-0.002	0.003	0.011
Si	-5.461	5.451	9.509	-0.008	0	0
Si	-2.726	-8.171	9.515	0.007	-0.009	0.003
Si	-5.471	-5.455	9.492	0.012	-0.005	0.004
Si	-2.74	-2.748	9.491	-0.005	0.009	0.01
Si	1.382	-1.395	10.843	-0.002	0.011	0
Si	4.117	1.31	10.864	-0.002	0.011	0.008
Si	1.375	4.052	10.854	-0.006	-0.003	-0.005
Si	4.108	-9.55	10.853	0.004	-0.008	-0.005
Si	1.381	-6.829	10.843	-0.006	0.005	-0.008
Si	4.116	-4.13	10.848	-0.012	-0.001	0.003
Si	6.84	-1.421	10.875	0	0.002	0.002
Si	9.573	1.307	10.874	-0.003	0.003	-0.003
Si	6.853	4.034	10.861	-0.004	-0.006	-0.002
Si	9.571	-9.563	10.86	0.003	-0.007	-0.003
Si	6.849	-6.841	10.853	0.004	-0.009	-0.002
Si	9.561	-4.13	10.883	-0.01	-0.002	0.004
Si	12.291	-1.415	10.877	0.004	0.006	-0.005
Si	15.008	1.318	10.878	-0.011	-0.009	0.003
Si	12.293	4.044	10.876	-0.007	0.001	0
Si	15.006	-9.551	10.9	-0.008	-0.003	0.004
Si	12.282	-6.845	10.885	-0.005	0	-0.001
Si	15.008	-4.128	10.884	0	0.007	-0.001
Si	17.727	-1.398	10.876	0.003	-0.007	-0.001
Si	20.446	1.335	10.905	0.001	0.004	0.004
Si	17.725	4.045	10.902	-0.005	0.002	0.002
Si	20.441	-9.54	10.898	0.003	-0.001	-0.003
Si	17.727	-6.833	10.892	-0.001	0.002	-0.002
Si	20.436	-4.106	10.892	-0.008	0.002	-0.001
Si	23.146	-1.377	10.916	-0.005	0.005	-0.001
Si	25.856	1.359	10.933	0	0	0.005
Si	23.158	4.075	10.906	-0.01	-0.002	-0.001
Si	25.852	-9.517	10.924	0.002	0.003	0.004
Si	23.15	-6.813	10.903	-0.003	-0.003	-0.002
Si	25.859	-4.084	10.934	-0.002	0.002	0.007
Si	28.564	-1.355	10.956	0.006	0.001	0.003
Si	31.268	1.378	10.964	-0.001	0.003	0.001
Si	28.555	4.093	10.945	-0.001	-0.005	-0.001
Si	31.261	-9.5	10.961	-0.003	-0.001	0.002
Si	28.556	-6.79	10.94	0.003	-0.002	-0.002
Si	31.266	-4.059	10.969	0.011	-0.004	0.004
Si	33.979	-1.335	10.962	0.002	0.004	0.004
Si	-28.588	1.389	10.945	0.002	0.003	0
Si	-31.307	4.105	10.968	0.002	0.002	0.002
Si	-28.6	-9.479	10.968	0.001	-0.01	0.002
Si	-31.314	-6.769	10.975	-0.007	0.005	0.004
Si	-28.594	-4.049	10.95	0.005	0.007	0.006
Si	-25.865	-1.326	10.918	0.006	-0.007	0
Si	-23.139	1.39	10.894	0.001	-0.003	-0.001
Si	-25.868	4.118	10.928	-0.006	0.004	-0.001
Si	-23.149	-9.493	10.895	-0.001	0.001	-0.001
Si	-25.878	-6.762	10.933	0.008	-0.007	0
Si	-23.146	-4.037	10.892	-0.006	0	-0.005
Si	-20.413	-1.333	10.872	0.006	0.002	0.002
Si	-17.703	1.378	10.845	-0.001	-0.002	-0.002
Si	-20.426	4.103	10.862	-0.009	-0.008	-0.004
Si	-17.697	-9.494	10.846	-0.003	0.004	0
Si	-20.416	-6.765	10.864	0.009	0.002	0
Si	-17.685	-4.054	10.85	0	-0.013	-0.003
Si	-14.981	-1.343	10.845	0.004	-0.002	0.001
Si	-12.274	1.373	10.847	-0.004	0.002	0
Si	-14.984	4.1	10.835	0.008	0.001	0.003
Si	-12.263	-9.489	10.829	-0.003	-0.007	-0.001
Si	-14.964	-6.77	10.842	0.002	-0.001	0
Si	-12.26	-4.065	10.839	0.009	0.005	0.002
Si	-9.544	-1.362	10.843	0.002	0.003	0
Si	-6.829	1.354	10.831	0.002	0.004	0
Si	-9.557	4.1	10.84	-0.006	0.009	0
Si	-6.827	-9.5	10.851	0.006	-0.009	0.005
Si	-9.541	-6.776	10.831	0.008	-0.008	-0.005
Si	-6.83	-4.077	10.84	0.002	0.006	-0.003
Si	-4.1	-1.367	10.83	-0.002	0.006	-0.001
Si	-1.363	1.339	10.84	-0.004	0.006	-0.002
Si	-4.092	4.074	10.843	0.005	0.002	0.001
Si	-1.354	6.779	10.851	-0.005	-0.006	0
Si	-4.101	-6.802	10.852	0.005	-0.006	0.002
Si	-1.365	-4.101	10.838	0.025	-0.003	-0.005
Si	2.746	-0.05	12.21	-0.004	0.002	0.004
Si	5.493	2.665	12.206	0.015	0.012	0
Si	2.743	5.413	12.205	0.004	0.004	0.007
Si	5.478	-8.201	12.201	-0.008	-0.007	-0.002
Si	2.742	-5.476	12.199	-0.003	-0.005	0.003
Si	5.474	-2.789	12.221	-0.007	-0.007	0.002
Si	8.209	-0.062	12.225	0.01	0.014	0.002
Si	10.932	2.664	12.225	-0.001	-0.009	-0.001
Si	8.211	5.388	12.216	0	0	-0.003
Si	10.921	-8.218	12.237	0.003	0	-0.011
Si	8.2	-5.5	12.236	-0.001	0.006	-0.001
Si	10.932	-2.78	12.24	0.002	0.01	-0.002
Si	13.652	-0.061	12.233	-0.007	-0.003	-0.006
Si	16.36	2.67	12.254	0.007	-0.004	0.001
Si	13.645	5.394	12.252	0.006	0	-0.001
Si	16.368	-8.194	12.26	0.006	-0.003	0
Si	13.642	-5.491	12.243	-0.004	-0.003	-0.006
Si	16.369	-2.765	12.234	-0.007	0.008	-0.002
Si	19.08	-0.041	12.247	0	0.004	-0.002
Si	21.8	2.709	12.26	0.014	0.015	-0.006
Si	19.08	5.413	12.257	0.008	-0.002	-0.003
Si	21.796	-8.179	12.263	-0.003	0.002	-0.007
Si	19.079	-5.469	12.257	0	-0.002	-0.008
Si	21.784	-2.747	12.271	-0.007	-0.004	-0.006
Si	24.494	-0.01	12.285	-0.009	-0.01	-0.002
Si	27.215	2.717	12.307	0	0.007	0.001
Si	24.509	5.427	12.285	-0.003	-0.01	-0.001
Si	27.206	-8.158	12.3	0.005	0.007	-0.005
Si	24.498	-5.453	12.283	-0.003	0.004	-0.003
Si	27.212	-2.726	12.314	0.004	-0.004	0.003
Si	29.928	0.002	12.327	0.006	0.001	-0.007
Si	32.625	2.738	12.336	-0.005	-0.006	-0.003
Si	29.906	5.456	12.319	0.003	-0.003	-0.005
Si	32.617	-8.143	12.336	-0.002	-0.005	-0.001
Si	29.914	-5.438	12.316	-0.001	0.003	-0.008
Si	32.627	-2.694	12.334	0	0.007	-0.003
Si	35.337	0.033	12.317	0.003	-0.005	-0.002
Si	-27.237	2.772	12.291	0.017	0.007	-0.006
Si	-29.955	5.474	12.331	-0.004	0.001	0.006
Si	-27.24	-8.106	12.314	-0.005	0.005	-0.003
Si	-29.956	-5.399	12.327	-0.003	-0.011	-0.003
Si	-27.232	-2.674	12.288	-0.001	-0.002	-0.004
Si	-24.506	0.047	12.26	-0.001	0.011	0.006
Si	-21.78	2.755	12.24	0.002	0.007	0.002
Si	-24.508	5.48	12.274	-0.005	-0.007	0.003
Si	-21.785	-8.118	12.226	-0.004	-0.009	0
Si	-24.514	-5.383	12.263	-0.002	-0.006	-0.002
Si	-21.785	-2.67	12.239	0.004	0.002	0.006
Si	-19.053	0.026	12.223	-0.008	0.001	0.003
Si	-16.337	2.734	12.198	-0.008	0.001	0
Si	-19.056	5.462	12.207	-0.006	-0.003	0
Si	-16.327	-8.129	12.194	0.013	0.001	-0.003
Si	-19.045	-5.407	12.21	0	0.01	-0.001
Si	-16.331	-2.693	12.217	-0.004	0.005	0
Si	-13.622	0.012	12.214	-0.002	0.003	-0.002
Si	-10.911	2.739	12.201	-0.001	-0.002	0.002
Si	-13.617	5.465	12.185	0.003	0.006	-0.001
Si	-10.902	-8.127	12.192	0.008	0.004	-0.005
Si	-13.612	-5.411	12.219	-0.002	-0.009	0.002
Si	-10.901	-2.711	12.21	-0.008	0.001	-0.003
Si	-8.184	0.005	12.203	-0.002	0.003	0.007
Si	-5.466	2.713	12.184	-0.013	-0.007	0.005
Si	-8.198	5.462	12.198	-0.004	-0.016	-0.004
Si	-5.468	-8.141	12.213	0.003	0.001	0.006
Si	-8.189	-5.42	12.211	-0.004	-0.006	0.002
Si	-5.467	-2.706	12.188	0.013	0.007	0.004
Si	-2.735	-0.015	12.19	0.005	-0.002	0.007
Si	0.001	2.695	12.197	0.003	-0.003	0
Si	-2.73	5.434	12.202	0.004	-0.008	-0.004
Si	0.019	8.142	12.193	0.011	-0.008	0.003
Si	-2.731	-5.44	12.197	-0.003	0.004	0
Si	0.009	-2.752	12.181	-0.016	0.004	-0.001
Si	1.368	1.321	13.537	-0.005	0.009	0.012
Si	4.127	4.04	13.532	0	-0.019	-0.007
Si	1.384	6.793	13.553	-0.011	0.004	0.001
Si	4.105	-6.843	13.544	-0.003	0.001	-0.003
Si	1.378	-4.1	13.539	-0.006	0.002	-0.004
Si	4.103	-1.429	13.564	-0.004	0.005	0
Si	6.837	1.291	13.571	-0.008	0	-0.002
Si	9.549	4.002	13.574	0.009	0.003	0.001
Si	6.833	-9.572	13.553	-0.001	-0.004	-0.001
Si	9.554	-6.872	13.598	-0.001	-0.014	0
Si	6.82	-4.159	13.591	0.006	-0.003	0.005
Si	9.562	-1.428	13.591	-0.012	0.009	0.006
Si	12.28	1.286	13.581	0.003	0	0.002
Si	14.991	4.02	13.616	-0.015	0.008	0.014
Si	12.269	-9.579	13.607	-0.019	-0.005	-0.001
Si	14.994	-6.845	13.616	-0.014	0.016	-0.002
Si	12.28	-4.149	13.612	0.005	0.001	0.005
Si	15.002	-1.429	13.598	0.003	-0.003	0.005
Si	17.713	1.299	13.613	0.002	-0.011	0.007
Si	20.437	4.055	13.619	-0.001	-0.01	0.001
Si	17.719	-9.562	13.625	0.004	-0.004	0.009
Si	20.435	-6.826	13.624	0	0.002	0.003
Si	17.709	-4.118	13.615	-0.001	0.008	0
Si	20.42	-1.392	13.632	0.003	0	0.006
Si	23.146	1.363	13.641	-0.015	0.004	0.003
Si	25.864	4.079	13.669	0.009	-0.005	0.009
Si	23.146	-9.535	13.635	-0.009	0.007	0.003
Si	25.857	-6.797	13.661	-0.002	-0.003	-0.008
Si	23.135	-4.103	13.647	0	-0.004	0.001
Si	25.84	-1.368	13.661	-0.004	0.015	0.007
Si	28.573	1.362	13.681	0.01	-0.006	-0.001
Si	31.271	4.11	13.687	-0.008	0.009	-0.001
Si	28.553	-9.507	13.688	-0.012	0.009	-0.001
Si	31.253	-6.795	13.702	0.006	0.003	0.002
Si	28.581	-4.075	13.687	0.014	-0.014	0.009
Si	31.29	-1.336	13.716	0.003	-0.005	0.002
Si	33.989	1.381	13.705	0.004	0.006	0.011
Si	-28.595	4.111	13.684	0.004	-0.001	0.004
Si	33.984	-9.483	13.709	-0.007	-0.012	0.009
Si	-28.597	-6.746	13.69	0.001	0.003	0.008
Si	33.976	-4.046	13.711	-0.001	0.002	0.007
Si	36.697	-1.325	13.671	0.012	-0.001	0.003
Si	-25.866	1.412	13.62	-0.015	0.004	-0.008
Si	-23.142	4.107	13.609	0.011	-0.015	0.007
Si	-25.877	-9.487	13.641	0.015	-0.003	0.004
Si	-23.147	-6.754	13.588	-0.004	0.005	0
Si	-25.876	-4.029	13.641	-0.005	0.003	0
Si	-23.142	-1.306	13.611	-0.01	0.004	0.007
Si	-20.42	1.382	13.58	0.006	-0.001	-0.001
Si	-17.696	4.089	13.557	0.011	-0.002	0.007
Si	-20.417	-9.49	13.558	-0.003	0.001	-0.002
Si	-17.672	-6.761	13.559	-0.007	-0.007	-0.003
Si	-20.403	-4.038	13.56	0.005	-0.017	-0.004
Si	-17.685	-1.329	13.58	0.001	0.001	0.002
Si	-14.982	1.376	13.569	0.007	-0.006	0.004
Si	-12.26	4.114	13.556	-0.017	0.011	-0.001
Si	-14.968	-9.492	13.547	0.001	-0.004	0
Si	-12.237	-6.763	13.573	0.008	-0.014	0.006
Si	-14.965	-4.04	13.584	0.003	0.006	0.01
Si	-12.251	-1.344	13.573	0.015	0	-0.003
Si	-9.548	1.375	13.555	0.004	0.006	0.009
Si	-6.837	4.079	13.528	0.007	0.015	0
Si	-9.544	-9.476	13.559	-0.003	-0.003	0.003
Si	-6.82	-6.767	13.575	0.003	0.004	0.011
Si	-9.537	-4.052	13.584	0.008	0.003	-0.003
Si	-6.81	-1.343	13.565	0.001	-0.004	0
Si	-4.106	1.352	13.541	0.009	0.011	0.002
Si	-1.364	4.065	13.547	-0.008	0.011	-0.005
Si	-4.089	6.819	13.546	0.004	-0.019	0.006
Si	-1.343	9.522	13.527	0.007	-0.009	-0.007
Si	-4.095	-4.058	13.534	-0.001	0.004	-0.003
Si	-1.366	-1.399	13.519	0.022	0.001	-0.001
Si	0.011	-0.072	14.866	-0.016	0.005	0.009
Si	2.763	2.675	14.861	-0.002	0.015	0.006
Si	0.001	5.443	14.881	0.006	-0.008	0.006
Si	2.751	8.148	14.919	0.009	-0.002	0.005
Si	0.012	-5.439	14.89	-0.01	-0.005	0.009
Si	2.74	-2.781	14.929	0.006	0.001	0.013
Si	5.479	-0.087	14.91	0.002	-0.003	0.008
Si	8.189	2.639	14.942	0.002	-0.005	0.011
Si	5.477	5.388	14.907	-0.003	-0.005	0.007
Si	8.165	-8.228	14.94	0.007	0.001	0.005
Si	5.441	-5.522	14.943	-0.005	-0.003	0.012
Si	8.196	-2.806	14.93	-0.004	0.003	0.003
Si	10.928	-0.074	14.952	0.015	0.004	0
Si	13.626	2.628	14.955	0.001	-0.011	0.002
Si	10.897	5.352	14.935	0.001	-0.003	0.002
Si	13.635	-8.221	14.966	0.006	0.004	0.003
Si	10.924	-5.532	14.964	-0.003	0.005	0.001
Si	13.658	-2.803	14.968	-0.002	0.008	0.002
Si	16.355	-0.081	14.968	0.004	0.008	-0.004
Si	19.081	2.668	14.956	0.005	0.006	0.003
Si	16.357	5.38	14.975	0.005	0	0
Si	19.078	-8.19	14.979	0.004	0.008	-0.005
Si	16.34	-5.471	14.979	0.006	-0.012	0
Si	19.053	-2.761	14.991	-0.001	-0.001	0.001
Si	21.775	-0.006	14.976	-0.003	0.009	0.004
Si	24.511	2.709	15.023	-0.004	0.006	0.001
Si	21.782	5.423	14.988	0.006	0	0.002
Si	24.502	-8.176	15.002	0.009	0.005	0.004
Si	21.781	-5.474	15.007	-0.006	-0.001	-0.002
Si	24.484	-2.74	15.02	-0.005	-0.008	0.001
Si	27.199	-0.005	15.022	0.002	-0.013	0.004
Si	29.934	2.731	15.044	0.005	-0.001	0.007
Si	27.207	5.445	15.051	0.001	0	-0.002
Si	29.897	-8.156	15.081	-0.003	-0.011	0.004
Si	27.221	-5.444	15.035	0.002	0.007	0
Si	29.94	-2.717	15.066	0.003	-0.002	-0.002
Si	32.66	0.013	15.097	0	-0.004	-0.006
Si	35.337	2.751	15.072	-0.002	-0.01	-0.001
Si	32.621	5.472	15.064	-0.007	0	0.004
Si	35.345	-8.112	15.074	0.006	0.017	0.002
Si	32.609	-5.428	15.058	-0.008	-0.007	-0.003
Si	35.349	-2.675	15.064	0.011	0.008	0.008
Si	38.053	0.077	14.99	0.011	0.009	0
Si	-24.505	2.757	14.984	-0.016	-0.006	0.012
Si	-27.235	5.485	15.029	-0.001	-0.005	0.007
Si	-24.52	-8.094	14.957	-0.008	0.01	0.007
Si	-27.251	-5.351	15.033	0.001	0	-0.004
Si	-24.518	-2.646	14.971	-0.005	-0.002	0.005
Si	-21.784	0.058	14.97	0.005	0.003	0.007
Si	-19.043	2.719	14.925	-0.002	-0.001	0.002
Si	-21.772	5.48	14.931	0.01	0.015	0.007
Si	-19.038	-8.132	14.889	-0.001	-0.002	0
Si	-21.764	-5.389	14.91	-0.003	0.006	0.004
Si	-19.057	-2.68	14.929	-0.011	0.002	0.008
Si	-16.323	0.016	14.955	0.003	0.003	0.011
Si	-13.621	2.751	14.908	0.014	0.005	0.003
Si	-16.327	5.455	14.891	0.001	0.005	0
Si	-13.605	-8.133	14.906	-0.007	-0.005	-0.002
Si	-16.333	-5.392	14.939	0.004	-0.012	0.007
Si	-13.601	-2.684	14.959	0.009	0.01	-0.005
Si	-10.892	0.018	14.932	-0.015	-0.001	0.003
Si	-8.181	2.727	14.914	-0.008	0.001	0.005
Si	-10.898	5.483	14.913	-0.003	-0.005	-0.001
Si	-8.197	-8.109	14.934	0.009	0	0.009
Si	-10.894	-5.396	14.96	-0.002	0.007	0.013
Si	-8.165	-2.687	14.935	-0.008	-0.008	0.009
Si	-5.447	0.008	14.936	0.002	0.003	0.013
Si	-2.742	2.708	14.888	0.005	0.002	0.009
Si	-5.484	5.459	14.859	-0.005	-0.005	-0.001
Si	-2.71	8.193	14.884	-0.008	0.012	0.013
Si	-5.451	-5.381	14.91	0.018	0.008	0.005
Si	-2.73	-2.722	14.903	-0.004	-0.007	0.004
O	0.947	-1.463	23.143	0.011	0.078	0.417
O	0.359	-5.994	-6.311	-0.19	-0.287	0.257
O	5.132	2.319	22.158	0.087	0.108	0.263
O	0.3	4.061	22.644	-0.291	0.475	-0.064
O	6.291	-7.496	23.078	0.08	-0.621	0.26
O	4.395	-7.89	25.106	-0.185	-0.346	-0.15
O	-2.607	5.419	21.895	-0.205	-0.112	0.202
O	-1.671	-7.905	23.972	0.115	0.347	-0.014
O	2.618	-5.453	22.261	0.292	-0.096	0.104
O	4.232	-3.463	23.048	-0.108	0.602	0.044
O	6.764	-1.893	23.079	-0.649	0.146	0.27
O	8.75	-2.995	24.572	-0.019	0.469	0.186
O	11.859	-1.487	23.268	-0.577	-0.678	0.232
O	8.204	-0.097	22	0.01	0.003	0.251
O	7.036	4.064	23.045	0.327	0.167	-0.035
O	7.544	6.072	24.839	-0.313	0.552	0.479
O	10.189	-4.42	23.036	0.616	0.04	-0.059
O	12.878	-6.57	22.733	0.132	0.039	0.08
O	13.015	-3.487	-5.7	-0.132	0.63	-0.149
O	15.298	5.264	25.96	-0.006	-0.418	0.016
O	13.601	-0.076	22.064	0.019	-0.095	0.066
O	12.083	0.966	24.312	0.163	0.325	0.074
O	10.028	1.524	22.78	-0.349	0.153	0.412
O	12.014	6.947	-5.196	-0.038	-0.077	-0.456
O	13.492	5.221	22.05	0.323	0.145	0.563
O	7.311	7.715	-6.238	0.314	0.297	0.037
O	10.951	8.096	22.051	0.226	0.222	0.482
O	14.51	-4.588	23.209	0.027	0.227	0.237
O	17.909	-1.373	23.42	0.413	-0.202	0.227
O	19.888	0.903	22.941	-0.237	-0.243	-0.11
O	19.221	2.848	24.637	0.441	0.266	0.318
O	18.979	5.359	22.109	-0.15	-0.036	0.415
O	20.649	6.904	23.267	-0.344	0.551	0.249
O	25.569	6.348	23.321	-0.304	-0.166	-0.01
O	14.935	6.924	23.144	-0.476	-0.222	0.64
O	17.044	-8.017	22.679	0.176	-0.296	0.014
O	19.13	-6.507	22.826	0.132	-0.111	-0.004
O	21.823	-2.55	22.121	0.097	-0.042	0.547
O	25.294	1.161	23.202	-0.106	0.277	0.287
O	27.175	2.737	22.309	0.092	0.02	0.481
O	29.158	-6.662	23.108	0.354	-0.221	-0.11
O	23.365	4.173	23.257	0.196	0.41	0.131
O	27.191	8.125	22.291	0.139	0.116	0.283
O	21.865	-6.793	22.819	0.249	-0.356	-0.016
O	24.196	-5.528	22.258	0.248	-0.289	0.19
O	25.735	-3.868	23.385	-0.387	0.495	0.006
O	27.952	-1.672	23.053	0.05	-0.52	0.141
O	29.924	-0.056	22.284	0.012	0.103	0.179
O	32.023	1.236	23.191	0.328	0.249	0.15
O	-29.429	2.35	25.829	0.188	0.344	-0.104
O	-31.128	-6.535	23.417	0.088	0.283	0.122
O	32.636	-0.114	-5.979	0.162	-0.738	0.081
O	20.821	-3.643	-5.072	0.156	0.349	-0.162
O	28.754	4.578	-1.34	0.286	0.338	-0.013
O	29.69	-5.171	25.236	-0.057	-0.058	0.53
O	30.587	-3.924	23.191	-0.253	-0.328	0.007
O	32.606	-2.716	22.156	0.232	-0.245	0.244
O	31.743	-0.636	24.976	-0.088	0.208	-0.345
O	16.077	4.724	-6.326	0.168	-0.159	-0.09
O	-28.432	1.501	23.553	0.089	-0.301	0.188
O	-25.62	7.507	23.724	0.441	0.15	0.401
O	-31.406	3.786	23.287	-0.018	-0.709	0.049
O	-29.85	5.511	22.198	0.196	-0.004	0.335
O	-28.18	7.178	23.182	0.081	-0.021	0.51
O	-28.285	-4.78	23.237	-0.241	-0.125	0.133
O	-19.607	-2.66	-6.407	-0.34	-0.253	0.157
O	-26.963	-2.655	22.407	-0.093	0.163	0.553
O	-24.917	-1.1	23.211	0.118	-0.148	0.25
O	-23.751	1.218	22.992	-0.036	0.121	0.233
O	-21.432	-7.885	22.157	0.158	-0.179	0.323
O	-20.314	-7.491	25.131	-0.149	-0.006	-0.318
O	-26.842	2.747	25.433	0.117	0.385	-0.421
O	-24.603	-5.515	22.229	-0.076	-0.159	0.478
O	-21.809	2.769	22.098	0.007	0.025	0.306
O	-18.027	1.947	23.223	0.174	-0.029	0.116
O	-19.267	6.814	-5.325	0.099	-0.546	0.464
O	-15.421	4.907	25.711	-0.181	0.303	-0.221
O	-18.322	6.355	22.929	0.143	0.16	0.077
O	-19.321	-5.755	22.069	0.148	0.244	0.138
O	-15.429	-1.569	23.083	-0.458	-0.576	0.139
O	-23.205	6.706	23.147	0.302	-0.043	0.488
O	-8.079	1.701	-3.104	-0.374	-0.226	0.107
O	-9.87	3.965	23.11	-0.315	-0.277	0.131
O	-10.321	4.635	25.689	-0.42	-0.161	-0.158
O	-15.311	4.06	23.15	-0.225	-0.042	0.096
O	-13.561	5.541	22.047	-0.045	0.017	0.432
O	-10.74	-6.021	-6.623	0.214	0.071	0.329
O	-13.59	-4.786	24.687	0.092	0.517	-0.238
O	-9.901	-1.281	23.09	-0.243	0.418	0.285
O	-13.924	7.205	-3.113	0.435	-0.297	0.055
O	-13.919	-2.65	-3.744	-0.653	0.35	-0.007
O	-7.138	-2.979	-3.363	0.08	0.121	0.134
O	-10.088	0.293	25.538	0.066	-0.067	-0.611
O	-3.921	2.02	24.122	0.123	-0.697	-0.168
O	-8.203	5.483	21.795	0.232	-0.036	-0.16
O	-6.403	2.109	23.192	0.05	0.126	0.25
O	-4.289	-6.47	-1.662	-0.126	0.412	-0.093
O	-11.702	-1.653	24.96	-0.3	-0.314	0.048
O	-13.446	3.157	-6.107	-0.172	-0.652	0.064
O	-4.348	-1.378	23.196	-0.134	-0.211	0.112
O	-0.706	1.674	22.772	0.297	-0.44	0.46
O	-6.128	-4.064	23.116	0.384	0.345	-0.186
O	-10.992	7.994	25.057	-0.662	0.002	0.144
O	-0.375	6.833	22.444	0.642	-0.272	0.002
O	-8.035	5.147	24.577	0.021	-0.071	0.057
O	-2.636	-5.324	22.277	0.037	0.02	0.18
O	-0.913	-3.365	23.125	-0.023	0.104	0.238
O	0.617	6.6	-7.158	-0.129	0.424	-0.259
O	-3.016	-2.124	-6.145	0.446	-0.26	-0.008
O	2.375	3.383	-5.492	0.174	-0.104	-0.127
O	5.522	-1.256	-6.131	-0.228	0.373	0.205
O	9.833	0.181	-3.734	-0.01	0.2	0.128
O	0.634	-1.358	-4.805	-0.546	0.122	0.531
O	6.76	-6.938	25.631	-0.172	0.266	0.181
O	2.25	3.676	-2.877	0.068	-0.291	0.136
O	9.048	1.473	26.229	0.162	-0.471	-0.211
O	8.556	3.663	-3.391	0.056	-0.348	-0.01
O	10.169	8.07	-3.643	-0.18	0.216	-0.029
O	7.32	-1.169	25.588	0.401	0.182	0.176
O	-32.216	7.09	-4.757	0.113	0.669	-0.478
O	-20.991	5.352	-0.993	0.265	0.58	-0.141
O	5.316	-0.211	-3.272	0.047	0.187	-0.459
O	2.943	6.184	-5.946	-0.177	-0.272	-0.143
O	10.329	-3.761	-6.058	0	-0.424	0.133
O	2.747	-0.183	-3.49	-0.007	-0.383	0.511
O	22.919	7.254	24.611	0.566	0.163	-0.641
O	9.044	-8.09	25.057	0.225	0.07	-0.152
O	20.249	7.085	-1.481	-0.12	0.483	-0.374
O	10.191	5.926	25.345	0.398	0.215	-0.438
O	-30.037	8.089	-3.557	-0.165	0.208	-0.368
O	9.529	6.586	-1.388	-0.119	-0.354	-0.262
O	25.976	6.073	-1.325	-0.204	-0.231	0.119
O	-29.366	3.543	-5.042	-0.133	0.163	0.303
O	17.762	4.961	25.218	0.445	0.079	0.169
O	18.104	-6.7	-4.391	-0.065	0.421	-0.33
O	12.292	-6.378	-1.636	-0.242	0.106	-0.103
O	-19.186	8.066	-0.506	0.175	-0.058	-0.252
O	-12.498	7.491	-1.051	0.344	0.036	0.001
O	-27.047	-5.738	-6.019	-0.17	-0.266	0.559
O	24.559	-2.674	-0.505	-0.106	0.129	-0.184
O	-3.488	-0.004	-4.466	-0.011	0.021	-0.01
O	7.742	6.045	-4.271	-0.308	-0.081	-0.024
O	26.909	-6.194	-3.154	-0.564	-0.212	-0.546
O	-14.676	0.603	24.27	-0.35	0.361	0.001
O	28.03	7.322	-5.528	0.017	0.085	0.389
O	31.292	1.779	-4.628	0.031	0.346	-0.198
O	-31.034	5.853	-2.812	0.5	-0.487	0.385
O	15.125	-6.962	24.138	0.285	0.021	0.152
O	-31.373	1.921	-5.055	-0.43	0.262	-0.065
O	14.672	-3.239	-1.065	0.075	0.236	-0.084
O	4.452	-7.317	-2.561	-0.176	0.375	0.083
O	-12.152	-1.262	-2.452	0.075	-0.155	-0.076
O	-32.372	0.147	-3.374	0.254	-0.211	-0.208
O	-3.965	-2.06	-1.173	-0.156	-0.22	-0.421
O	32.184	1.322	-1.069	0.132	0.368	-0.196
O	-20.908	-3.414	-2.423	-0.068	0.178	0.039
O	32.519	8.111	22.33	0.036	0.051	0.398
O	-29.788	-4.18	-3.502	-0.39	-0.053	0.347
O	-4.599	3.53	22.152	-0.574	-0.481	-0.166
O	-29.763	-2.711	-5.698	-0.41	0.395	0.135
O	-2.746	8.11	-0.432	0.04	0.12	-0.512
O	-12.98	-3.534	-1.417	-0.318	-0.207	-0.039
O	-3.904	2.542	-5.317	0.046	0.465	-0.223
O	20.708	0.626	-1.246	-0.207	-0.033	-0.043
O	-22.249	1.667	-3.363	-0.182	-0.852	-0.058
O	29.94	-7.41	-6.313	-0.428	0.247	-0.334
O	-18.216	4.257	24.534	0.242	0.268	0.192
O	-21.322	3.652	-4.845	0.168	-0.083	-0.622
O	-6.051	-5.417	-3.388	0.04	-0.109	-0.194
O	32.199	-4.326	25.236	0.661	0.419	-0.273
O	-25.631	3.758	-1.178	0.557	-0.304	-0.193
O	-24.665	-8.052	-0.338	-0.046	-0.087	-0.53
O	-29.177	7.18	-1.171	0.007	-0.193	-0.354
O	23.536	-0.787	23.033	-0.339	-0.062	0.111
O	-24.487	0.299	25.387	-0.365	0.132	0.011
O	-27.159	-4.863	-3.224	0.367	0.051	-0.452
O	-17.198	6.732	-7.035	-0.165	0.261	-0.265
O	-8.024	7.932	-0.473	0.22	0.279	-0.267
O	-27.218	0.052	-3.332	0.024	0.095	-0.681
O	-25.969	4.899	-3.524	-0.551	0.233	-0.044
O	9.351	4.537	-5.769	0.251	0.12	-0.183
O	-18.143	7.607	25.915	0.107	0.022	-0.749
O	-12.925	-6.664	-2.517	0.168	0.348	0.219
O	-5.14	-2.01	-4.693	-0.026	-0.158	-0.034
O	-21.363	-2.787	25.252	0.39	0.176	0.245
O	-25.765	-7.172	-3.231	-0.15	-0.064	-0.013
O	-21.737	0.03	-0.401	-0.054	0.044	-0.267
O	10.416	3.076	24.733	0.231	0.529	0.04
O	5.247	6.937	-4.853	-0.164	-0.249	-0.276
O	-14.852	-6.694	23.195	-0.029	0.001	0.388
O	-16.26	2.574	25.004	0.081	-0.493	0.304
O	-25.184	4.982	22.848	0.235	0.013	0.116
O	-20.486	-7.601	-3.922	0.418	-0.384	0.21
O	2.596	-0.239	-6.122	0.318	0.352	0.09
O	4.966	-0.208	25.834	-0.044	-0.044	-0.814
O	12.149	-3.482	-1.693	0.126	-0.221	0.539
O	26.719	2.37	-6.417	-0.091	0.024	-0.188
O	25.114	-5.183	-5.658	0.598	-0.252	-0.139
O	-31.376	-0.709	-1.139	0.31	0.196	-0.238
O	16.142	-0.021	24.853	-0.202	-0.396	0.152
O	2.367	-0.166	26.307	-0.538	-0.144	-0.571
O	-8.418	7.661	25.367	0.369	0.365	-0.215
O	5.419	4.612	24.973	-0.115	-0.226	0.411
O	26.514	-4.399	-1.223	0.257	-0.536	0.163
O	-24.583	-2.713	-0.279	-0.022	-0.341	-0.303
O	-11.564	-3.277	22.863	-0.081	0.165	0.371
O	21.811	5.147	-6.28	-0.46	-0.535	-0.064
O	-10.787	-5.41	-3.398	0.28	0.302	-0.385
O	-5.184	-5.586	25.183	-0.23	-0.381	-0.349
O	-11.962	-7.344	-4.782	-0.213	-0.353	0.356
O	13.74	2.685	-0.304	0.132	0.095	-0.229
O	-9.839	-0.714	-1.389	0.054	0.201	-0.537
O	8.088	-5.663	22.173	-0.218	0.304	0.029
O	17.809	0.904	-2.534	0.443	0.021	0.37
O	32.019	6.427	-1.288	0.202	0.338	-0.334
O	11.046	-4.081	25.501	-0.133	0.2	0.233
O	-2.455	4.529	-2.866	0.102	-0.151	-0.374
O	0.958	1.259	-4.642	0.242	0.497	-0.493
O	-8.029	0.213	22.225	-0.109	-0.012	0.458
O	-23.107	-4.383	-1.517	0.013	-0.293	-0.059
O	-32.064	4.136	-1.206	-0.084	-0.556	-0.352
O	-27.24	-2.036	-6.101	-0.165	-0.149	0.799
O	26.448	0.991	-4.138	-0.029	-0.559	0.083
O	-26.795	-7.228	22.118	-0.489	0.056	-0.206
O	-32.619	-5.43	-0.497	-0.02	-0.081	-0.263
O	-27.399	-7.005	24.58	0.359	-0.052	0.516
O	4.303	6.334	23.195	0.365	0.414	0.193
O	-7.268	-0.52	-4.268	0.122	0.039	0.034
O	-23.155	-3.052	-3.893	0.148	0.339	-0.225
O	-29.544	-5.785	25.306	-0.058	0.398	0.6
O	23.767	0.504	25.308	0.388	-0.177	0.559
O	18.112	-6.407	-1.734	0.067	-0.313	-0.181
O	-1.963	-3.929	-1.464	-0.16	-0.264	-0.589
O	-14.92	-1.614	25.678	0.505	-0.444	-0.064
O	2.915	-5.795	-5.475	0.373	-0.471	0.247
O	4.073	2.088	-3.887	0.518	0.042	-0.377
O	-20.8	1.209	-5.441	-0.502	-0.369	0.009
O	-13.007	-4.94	-4.598	0.2	-0.191	0.003
O	0.806	-7.254	23.142	-0.056	0.198	0.56
O	3.064	4.101	23.929	-0.041	-0.16	-0.464
O	4.149	4.769	-4.143	0.69	-0.096	0.339
O	6.635	-6.642	-1.327	0.238	0.3	-0.098
O	3.58	-4.155	-3.523	-0.551	-0.126	0.046
O	-29.702	-5.326	-5.845	-0.237	-0.459	-0.014
O	1.958	-3.424	-5.426	-0.077	-0.264	0.161
O	10.083	-1.222	-5.944	0.158	0.465	-0.562
O	12.647	4.592	-5.822	-0.415	0.092	0.377
O	-14.614	-1.532	-1.473	-0.253	0.14	-0.516
O	2.366	5.456	21.774	-0.309	0.338	0.222
O	3.657	-3.748	25.615	0.036	0.5	-0.131
O	-4.079	-7.388	23.09	-0.402	-0.361	0.142
O	24.424	5.086	25.379	0.124	-0.203	0.474
O	13.886	-2.5	-3.468	0.311	0.392	-0.188
O	21.828	5.391	-0.417	0.048	0.137	-0.283
O	22.498	-5.468	-5.755	-0.336	-0.246	-0.478
O	10.944	0.208	-0.473	0.09	0.085	-0.35
O	22.604	-6.576	-1.404	0.141	-0.504	-0.33
O	30.296	-2.651	25.608	-0.36	-0.022	0.143
O	28.723	-6.45	-1.373	-0.021	0.649	-0.193
O	-13.551	-0.135	21.871	0.363	-0.077	0.088
O	22.59	1.591	-2.732	-0.255	-0.044	-0.053
O	-4.296	4.042	-1.014	-0.623	-0.02	-0.284
O	-3.463	-7.389	25.702	-0.039	0.085	0.348
O	3.381	5.993	25.698	0.196	0.376	0.11
O	17.192	4.007	-1.518	-0.871	0.002	0.12
O	-3.602	2.176	-2.84	-0.04	-0.304	0.426
O	-1.609	3.424	24.482	-0.223	0.749	0.176
O	2.247	-7.817	-6.842	0.345	0.199	0.36
O	16.436	-1.617	-5.716	0.277	0.115	-0.07
O	30.087	2.678	-0.308	-0.018	0.163	-0.092
O	12.003	6.968	-2.121	-0.038	0.457	-0.165
O	-21.968	-5.41	-3.646	-0.154	-0.025	-0.594
O	-17.536	6.061	-0.975	-0.048	-0.158	-0.027
O	20.403	-6.402	-2.961	0.043	-0.582	-0.469
O	30.718	-3.934	-1.508	-0.102	0.052	-0.103
O	-22.837	-4.053	23.442	0.109	0.224	0.199
O	-8.8	2.614	25.09	0.419	-0.181	-0.288
O	-12.748	-2.748	-6.137	0.286	-0.067	0.028
O	12.039	-5.412	-7.115	0.57	-0.354	0.156
O	17.132	-1.174	-1.12	-0.234	-0.069	-0.228
O	-0.567	-3.536	-6.053	-0.524	0.227	0.22
O	21.491	-0.637	-3.491	0.492	-0.413	0.046
O	20.888	-4.578	-1.131	0.276	-0.187	0.075
O	7.634	1.399	-2.717	-0.703	-0.135	0.092
O	-31.431	0.847	25.163	0.405	-0.102	-0.261
O	10.735	-2.257	-3.545	-0.09	-0.223	-0.175
O	14.625	0.241	-5.501	0.287	0.431	-0.273
O	-6.095	-0.818	25.103	-0.271	0.337	-0.355
O	9.611	-3.919	-1.627	-0.166	-0.123	-0.295
O	-20.245	4.558	22.971	-0.519	-0.082	0.559
O	20.718	7.633	25.827	-0.377	-0.335	0.175
O	-31.893	-6.441	26.053	-0.325	-0.367	0.453
O	8.154	-8.176	-0.012	0.113	0.29	0.09
O	26.019	-2.653	-5.912	0.037	0.04	0.24
O	-0.425	0.813	-0.489	0.499	0.009	0.003
O	27.465	5.271	-3.413	-0.053	0.046	-0.577
O	-19.676	2.309	-3.302	0.207	-0.225	-0.126
O	-12.303	1.501	23.336	0.639	0.142	0.393
O	-18.379	1.967	-6.171	-0.091	-0.256	0.207
O	-17.866	1.511	-1.548	0.308	-0.321	-0.536
O	-0.058	4.176	-6.427	-0.523	-0.09	0.206
O	-17.095	-2.298	-5.648	0.372	0.473	0.314
O	3.538	7.051	-1.03	-0.303	-0.333	-0.131
O	30.109	-2.21	-3.497	0.143	0.105	-0.563
O	12.213	4.624	-1.082	-0.611	0.01	-0.321
O	-13.712	2.951	24.989	0.393	0.243	0.152
O	-19.161	-5.117	24.82	-0.174	-0.099	-0.299
O	-28.237	0.955	-1.085	0.163	-0.604	-0.14
O	-5.197	4.32	24.499	-0.081	0.078	0.079
O	-9.088	-1.07	-7.186	0.269	0.08	-0.014
O	-17.56	-4.052	23.115	0.589	0.236	-0.17
O	-19.595	3.173	-0.788	-0.124	-0.42	0.276
O	-13.661	2.734	-0.473	0.066	-0.104	-0.408
O	-6.304	-4.191	-1.153	0.581	-0.26	0.078
O	-5.458	0.025	-0.427	-0.021	0.026	-0.59
O	4.716	-4.442	-1.174	0.297	-0.255	-0.074
O	-10.736	0.631	-3.575	-0.194	0.101	0.209
O	30.971	-3.589	-6.426	0.173	0.168	-0.208
O	-11.816	1.044	-1.247	-0.134	0.064	-0.057
O	0.74	-3.124	25.215	0.698	-0.356	0.111
O	-8.13	-5.448	22.147	-0.348	-0.168	0.426
O	22.406	3.973	-3.928	-0.06	-0.356	-0.065
O	13.208	5.119	-3.442	-0.027	-0.652	-0.122
O	19.294	-1.739	-4.344	-0.193	0.113	0.241
O	-8.484	-4.935	-2.367	-0.074	0.054	0.109
O	-18.357	-3.729	-1.508	-0.168	0.176	-0.149
O	-10.894	5.36	-0.513	-0.056	-0.045	-0.383
O	-26.947	3.04	22.23	0.274	0.221	0.496
O	10.281	5.507	-3.572	0.412	-0.093	0.229
O	12.398	-7.046	-4.247	0.627	-0.041	-0.206
O	-15.459	4.469	-1.322	0.032	-0.033	-0.04
O	-12.633	0.672	25.868	-0.122	0.242	0.619
O	-28.84	1.067	-5.738	-0.124	-0.458	0.124
O	12.207	-0.382	-4.886	0.335	0.061	0.4
O	10.54	-7.378	-6.144	-0.535	-0.321	-0.228
O	-18.923	-2.46	-3.758	0.186	-0.082	0.182
O	21.164	6.272	-3.905	0.014	0.2	-0.195
O	-20.994	-7.755	-6.446	-0.527	-0.079	0.184
O	25.158	7.575	25.683	0.529	0.639	0.418
O	23.58	-3.209	-4.949	-0.217	0.525	-0.042
O	-6.264	6.155	-1.446	0.437	0.124	-0.101
O	6.158	-3.435	24.986	0.173	-0.123	0.207
O	16.255	-5.256	-0.45	-0.129	-0.135	-0.423
O	-24.747	2.563	-3.306	0.002	-0.366	-0.376
O	-26.308	0.334	-6.439	0.556	0.179	0.109
O	-21.235	-6.895	-1.553	-0.238	0.173	-0.128
O	-11.187	0.214	-6.17	-0.744	-0.074	0.076
O	-9.86	-6.971	-1.462	-0.119	-0.394	-0.667
O	2.566	2.686	-0.135	-0.124	0.034	-0.216
O	-16.439	-5.452	-0.624	0.078	-0.198	-0.651
O	-16.622	-4.724	25.513	0.143	-0.664	-0.218
O	-14.332	4.866	-4.347	0.522	-0.365	0.355
O	-15.106	5.06	-6.847	0.058	-0.062	-0.516
O	13.744	-5.052	-3.542	0.334	-0.47	0.059
O	0.753	4.418	-0.877	-0.089	0.284	-0.001
O	-21.809	5.852	-3.555	0.213	0.666	-0.08
O	18.861	-4.347	-3.397	-0.085	0.235	0.484
O	14.471	6.127	-1.361	0.366	-0.344	-0.471
O	27.071	5.001	-6.335	0.009	-0.074	0.355
O	-4.211	6.67	-5.136	0.03	-0.405	-0.169
O	-7.29	-4.166	25.448	-0.103	-0.461	0.011
O	-8.212	-2.601	-0.367	0.115	-0.025	-0.36
O	-21.771	5.704	-6.324	-0.011	0.381	-0.017
O	-5.373	-7.945	-3.52	-0.281	-0.278	0.283
O	-17.774	3.962	-2.547	-0.147	-0.108	-0.151
O	-15.266	7.145	-5.294	-0.046	0.695	-0.143
O	23.977	-7.525	-5.174	-0.068	0.068	0.51
O	23.457	3.705	-1.444	0.198	0.123	-0.038
O	-9.638	-3.292	24.675	0.086	-0.388	-0.179
O	-6.675	6.231	-4.075	-0.697	-0.057	-0.465
O	-2.288	-5.358	-6.426	-0.114	0.454	-0.181
O	30.623	6.476	23.163	-0.524	0.144	0.493
O	-31.956	-3.98	-5.054	0.245	0.258	0.275
O	7.756	-1.17	-2.773	0.463	-0.321	-0.119
O	-23.27	6.434	-1.419	-0.208	0.415	-0.167
O	-0.104	2.642	-2.626	-0.342	0.071	0.425
O	-6.929	2.251	-0.914	0.176	0.049	-0.252
O	17.295	3.59	22.972	-0.637	-0.366	0.077
O	-3.721	-6.087	-4.321	0.393	0.116	0.225
O	25.403	1.236	-1.562	-0.352	-0.101	-0.282
O	30.958	-4.628	-4.035	-0.204	-0.641	0.214
O	-16.007	3.038	-5.451	0.068	-0.296	0.585
O	0.042	-5.576	-0.692	0.182	0.097	-0.249
O	29.238	-7.33	-3.864	0.277	0.174	0.085
O	-2.594	0.112	21.995	-0.014	0.007	0.226
O	-27.735	0.305	25.734	-0.129	-0.251	-0.351
O	2.88	-2.738	-0.368	0.179	-0.004	-0.576
O	32.003	5.23	-6.267	-0.186	-0.539	0.008
O	3.995	1.04	-1.446	0.305	-0.266	-0.153
O	-27.194	-4.695	25.656	0.367	-0.119	-0.026
O	8.689	2.184	-6.617	0.205	-0.029	0.278
O	5.468	5.404	-0.352	-0.04	0.173	-0.612
O	-11.52	5.032	-6.44	0.248	-0.048	0.31
O	-31.901	3.322	25.828	-0.397	0.138	0.313
O	-3.702	6.645	24.401	0.044	-0.523	-0.373
O	-5.522	3.593	-6.987	-0.026	0.59	0.198
O	-13.539	-4.833	22.088	-0.263	-0.063	-0.5
O	23.601	6.195	-4.786	0.154	-0.132	0.239
O	28.847	-1.55	-1.37	-0.08	-0.197	-0.452
O	7.965	-2.616	-0.241	-0.093	-0.166	-0.455
O	0.057	5.163	-3.289	0.126	0.425	-0.204
O	-17.498	-4.789	-6.119	-0.324	0.165	0.355
O	-11.04	2.69	-5.32	0.368	0.477	0.336
O	19.099	-2.74	-0.395	0.275	0.037	-0.094
O	1.094	-1.116	-1.302	0.382	-0.105	-0.561
O	-13.449	-7.046	25.856	0.266	-0.354	-0.272
O	-25.054	-4.196	-5.276	-0.09	0.013	0.232
O	31.513	4.255	24.202	0.148	-0.446	0.053
O	-5.066	4.445	-3.302	0.096	0.026	-0.397
O	-23.672	1.587	-1.169	-0.608	-0.125	-0.076
O	-30.712	-7.028	-1.3	0.105	-0.268	-0.454
O	12.7	1.932	-5.964	0.102	0.167	0.231
O	13.202	-1.159	25.591	0.477	0.158	0.005
O	15.842	-0.595	-3.322	-0.509	-0.519	0.087
O	27.716	7.676	-2.275	0.558	-0.107	0.535
O	16.604	7.388	25.098	0.396	0.339	0.266
O	-31.734	5.772	25.061	0.11	0.146	-0.288
O	5.907	-5.337	-3.393	0.517	0.151	-0.268
O	-23.739	4.755	-4.927	-0.123	-0.531	-0.254
O	-30.452	7.988	25.255	0.542	-0.077	-0.361
O	-15.92	-6.771	-6.529	-0.011	-0.069	0.269
O	16.211	-2.844	22.233	0.267	0.156	0.481
O	-2.444	2.605	-0.083	-0.103	0.329	-0.597
O	19.13	2.609	-0.45	-0.247	-0.06	-0.627
O	18.796	7.362	-3.576	-0.18	-0.082	0.627
O	2.908	0.201	22.194	0.014	-0.017	0.224
O	-14.894	-7.592	-1.208	-0.594	-0.241	-0.367
O	-2.779	-2.357	-3.495	0.325	-0.27	-0.113
O	-12.197	-6.61	23.399	0.21	0.354	-0.347
O	14.419	1.582	26.111	-0.513	-0.229	-0.16
O	22.94	-0.745	-1.355	0.213	0.033	-0.371
O	29.682	0.464	-2.992	0.216	0.234	0.223
O	-15.035	-3.919	-5.768	0.163	-0.463	-0.462
O	22.411	-4.709	-3.221	0.585	0.211	0.275
O	-18.804	-0.411	-5.345	0.223	0.276	0.554
O	9.425	2.331	-1.141	0.273	0.14	-0.087
O	3.452	1.751	24.921	0.454	-0.065	-0.316
O	23	2.974	25.688	0.104	0.12	0.625
O	-16.494	8.045	22.131	-0.076	0.023	0.792
O	31.364	-1.03	-1.591	0.162	-0.341	0.393
O	-31.452	-0.745	23.217	0.539	0.006	0.248
O	-30.033	2.708	-0.314	0.137	-0.038	-0.048
O	13.027	-1.146	-1.304	-0.165	0.271	-0.377
O	-7.42	-2.608	-5.915	0.232	-0.15	0.064
O	31.939	5.033	-3.537	-0.231	-0.361	-0.183
O	29.328	3.161	-3.572	0.186	0.356	0.193
O	-23.126	-7.666	-3.399	-0.007	-0.4	0.317
O	30.448	6.79	-4.784	-0.152	0.016	0.344
O	-28.554	-4.417	-1.174	0.254	-0.452	-0.19
O	16.946	7.263	-5.43	-0.432	0.071	-0.242
O	27.247	-5.648	24.547	-0.396	-0.278	0.073
O	-23.683	-3.7	25.968	-0.378	-0.163	-0.029
O	7.469	0.111	-4.971	0.053	0.377	-0.058
O	2.92	7.169	-3.524	-0.249	-0.139	-0.37
O	18.081	3.036	-3.948	-0.015	0.254	-0.231
O	-19.104	-0.04	22.053	-0.287	0.054	0.397
O	-29.855	6.07	-5.274	0.243	0.298	0.058
O	-29.939	-2.579	-0.15	0.105	0.125	-0.51
O	-26.283	-1.064	-1.243	0.151	0.408	0.056
O	29.054	4.36	23.156	-0.065	0.193	0.577
O	-26.021	5.266	-6.093	0.115	0.462	-0.142
O	1.94	-7.319	-1.607	-0.227	-0.243	-0.198
O	-1.884	6.87	-3.881	0.149	0.468	0.113
O	-27.331	5.514	-0.335	0.194	0.017	-0.6
O	21.661	5.126	25.047	-0.33	-0.425	0.289
O	-24.617	-1.717	-5.888	0.334	0.148	-0.179
O	17.633	-1.786	26.093	0.081	-0.724	-0.109
O	-1.204	6.344	-1.387	0.078	0.146	-0.186
O	15.517	0.917	-1.174	0.076	0.15	-0.386
O	20.606	-6.204	25.021	-0.207	0.222	0.491
O	32.078	-5.954	-6.082	0.618	-0.073	0.19
O	21.208	1.152	25.211	-0.028	-0.297	0.119
O	16.641	2.55	25.223	-0.082	0.238	0.656
O	-2.405	-7.846	-5.819	0.39	0.192	0.086
O	28.791	-7.606	25.543	0.178	-0.477	-0.321
O	-4.524	-6.706	-6.829	-0.421	0.482	-0.108
O	-28.353	4.852	-7.135	-0.15	0.327	-0.295
O	-10.707	-4.646	-0.862	0.112	-0.129	0.275
O	14.922	1.727	23.382	-0.092	0.603	0.057
O	-1.519	-1.462	-1.223	0.13	0.165	0.483
O	-1.606	1.825	-4.626	0.071	0.344	-0.542
O	28.106	-0.392	25.32	0.245	0.253	-0.252
O	18.746	0.339	25.194	-0.002	0.004	0.608
O	-8.93	1.186	-5.438	0.162	-0.184	-0.271
O	-20.619	-1.953	22.92	-0.256	-0.752	-0.107
O	25.627	7.235	-3.68	-0.265	0.333	0.295
O	-16.335	-0.036	-0.339	-0.026	0.109	-0.547
O	4.991	-5.584	24.176	-0.246	-0.019	0.014
O	7.872	3.606	25.499	-0.492	-0.331	0.464
O	-29.514	1.477	-3.305	-0.446	-0.262	0.527
O	-21.672	-5.343	25.518	-0.376	-0.505	0.176
O	-18.09	4.517	-5.975	-0.402	-0.243	0.322
O	19.324	7.986	-6.081	0.423	0.412	0.09
O	19.629	0.904	-4.475	0.369	0.487	-0.206
O	24.484	8.116	-0.499	-0.138	0.191	-0.111
O	-6.922	7.16	23.171	0.058	0.705	0.271
O	15.556	-3.95	-5.044	0.293	-0.662	0.132
O	25.37	-4.656	25.973	-0.478	0.034	-0.026
O	0.947	2.532	24.604	-0.185	-0.276	0.078
O	7.09	3.549	-1.248	0.024	0.07	-0.176
O	6.879	-7.806	-3.698	0.505	0.14	0.008
O	27.313	-3	25.198	0.418	-0.077	0.605
O	16.686	5.225	-3.824	0.074	0.339	0.09
O	-24.607	-6.77	-5.475	0.301	-0.089	-0.451
O	-24.595	5.818	25.266	0.28	-0.169	0.152
O	-9.393	3.181	-1.209	-0.188	0.015	-0.38
O	-24.879	7.09	-4.567	0.284	0.137	-0.214
O	-1.916	5.985	-6.369	-0.043	-0.066	-0.071
O	12.094	3.182	22.853	0.124	0.017	0.372
O	26.976	5.657	25.421	0.044	0.201	-0.137
O	-13.207	-6.891	-7.028	0.001	0.281	0.115
O	26.958	-0.27	-6.424	-0.354	0.182	-0.378
O	28.65	-2.291	-6.573	0.23	0.17	0.638
O	-28.206	-7.019	-2.259	0.084	0.206	0.241
O	-3.517	-0.908	25.715	-0.124	-0.165	0.286
O	7.847	-2.437	-5.883	-0.456	-0.454	0.175
O	29.59	5.451	25.434	0.411	0.162	0.208
O	-18.255	-2.713	25.306	-0.271	-0.038	0.382
O	-7.57	4.224	-2.625	-0.088	0.088	-0.199
O	5.956	-1.038	-0.886	-0.582	0.236	0.044
O	21.04	-0.625	-6.115	0.33	-0.071	0.07
O	27.241	0.031	-0.272	0.156	0.005	-0.279
O	-26.185	-5.973	-0.997	0.224	0.618	-0.067
O	-4.802	1.063	-7.187	-0.486	-0.183	-0.002
O	12.473	5.066	26.234	0.09	0.022	-0.264
O	-19.817	-0.656	25.113	-0.113	0.289	0.376
O	19.201	4.99	-2.734	0.312	-0.223	0.349
O	18.155	-3.617	-5.753	0.091	-0.415	-0.486
O	1.032	1.92	-7.235	-0.04	-0.32	0.492
O	17.105	0.862	-5.089	-0.003	0.166	-0.492
O	13.756	-8.038	-0.256	0.215	0.084	-0.308
O	25.902	-3.768	-3.62	-0.23	0.373	0.222
O	-1.069	-1.37	24.949	0.014	0.206	0.142
O	-18.534	2.077	25.949	-0.277	-0.363	0.165
O	-22.389	-0.61	24.216	0.041	-0.118	-0.016
O	28.501	-4.167	-3.012	0.108	0.23	0.011
O	25.725	-1.073	24.472	0.028	-0.352	0.44
O	-17.107	-0.418	24.853	-0.223	0.177	0.069
O	-25.561	-2.122	-3.543	0.277	0.178	0.101
O	-0.614	0.112	-2.977	-0.049	-0.3	-0.44
O	-6.409	1.79	-5.212	0.143	0.279	-0.074
O	11.103	-4.921	-3.518	-0.45	-0.028	-0.805
O	27.092	2.882	-2.397	0.135	-0.191	0.134
O	-26.919	-2.164	26.12	-0.031	0.013	-0.649
O	-1.801	1.054	25.378	0.685	0.085	-0.094
O	-11.13	7.668	-6.843	0.155	0.042	0.232
O	10.637	-0.829	25.533	-0.41	-0.322	-0.379
O	25.572	7.156	-6.29	-0.166	0.197	-0.354
O	-20.037	6.177	24.96	-0.154	0.023	0.077
O	-9.511	-3.686	-7.185	-0.471	0.091	0.236
O	-4.843	-3.068	25.14	0.156	0.017	0.428
O	20.559	-4.446	23.125	-0.25	0.407	0.533
O	4.483	-3.679	-5.969	0.119	-0.055	-0.203
O	22.86	-7.117	26.231	0.287	0.504	0.317
O	-26.984	2.755	-6.467	-0.156	-0.137	0.572
O	28.8	1.248	-5.309	0.213	0.15	-0.727
O	-6.352	7.978	-5.984	-0.466	-0.084	0.045
O	13.059	-5.784	25.153	0.184	-0.221	0.172
O	0.404	7.084	24.928	-0.115	-0.275	0.09
O	14.568	6.412	-5.144	-0.033	0.845	-0.051
O	-6.074	6.584	25.527	-0.097	0.377	0.486
O	8.927	-5.523	25.153	-0.249	0.17	-0.155
O	-22.81	3.896	-2.106	-0.171	-0.023	0.101
O	-18.509	-7.081	-5.627	-0.011	0.01	0.475
O	9.23	6.461	23.01	-0.457	-0.405	-0.066
O	5.733	-2.77	-2.93	0.313	-0.049	-0.192
O	30.121	8.024	-0.344	-0.165	0.081	-0.486
O	-19.705	-1.469	-1.328	0.117	0.407	-0.108
O	-11.691	7.192	22.761	0.344	-0.313	0.347
O	-9.771	-7.318	22.947	0.359	-0.221	0.369
O	-16.341	6.057	-3.221	-0.463	0.385	-0.19
O	21.693	2.602	22.16	-0.318	0.038	0.173
O	-27.316	2.684	-2.896	-0.319	-0.023	-0.276
O	-28.027	-2.377	-2.781	-0.486	0.152	-0.349
O	-30.929	4.296	-6.997	0.032	-0.663	-0.313
O	24.718	2.835	-3.553	-0.08	0.026	-0.561

Results
total energy: -406621.425 eV
total energy less fixed offsets of O -438.25, Si -107.07 eV per atom: -8.625 eV
